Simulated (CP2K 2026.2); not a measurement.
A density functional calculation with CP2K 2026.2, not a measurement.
Periodic cell of 2364 atoms, Si1700O664, from a study of silicon, its oxide and their interface. The atomic structure is a simulated model.
Doubt: the forces sum to 2.39 eV/angstrom along one axis rather than to zero, so they err by at least 0.0010 eV/angstrom per atom on average; the grid cutoff is modest.

Settings: functional PBE; method Gaussian and plane waves; basis set DZVP-MOLOPT-SR-GTH; pseudopotentials GTH-PBE; grid cutoff 350 Ry, relative cutoff 50 Ry; k points Gamma only; occupations fixed; spin none; net charge 0.

Cell vectors (angstrom)
a 16.4025 0 0
b 0 65.61 0
c 0 0 40.1971

Atoms: element, x, y, z (angstrom)
Si 0.421 65.35 0.434
Si 2.189 3.221 0.242
Si 0.063 5.445 0.425
Si 3.029 7.873 0.118
Si 16.293 11.17 40.159
Si 2.125 14.122 0.129
Si 0.079 16.434 0.451
Si 3.061 19.022 39.988
Si 15.914 22.255 0.055
Si 3.06 24.374 0.205
Si 16.264 27.542 0.401
Si 3.127 29.445 0.317
Si 16.109 32.869 0.179
Si 2.456 35.494 0.445
Si 0.349 37.675 39.948
Si 3.366 40.202 39.902
Si 16.154 43.688 40.143
Si 2.751 46.237 0.152
Si 0.507 48.433 39.811
Si 2.383 52.234 40.094
Si 0.086 54.34 0.013
Si 2.642 57.523 0.314
Si 0.44 59.649 40.05
Si 2.538 63.091 0.021
Si 5.914 64.792 39.954
Si 8.642 2.439 40.137
Si 5.329 5.788 0.283
Si 7.987 8.426 0.352
Si 5.764 10.741 0.023
Si 8.655 13.507 39.965
Si 5.014 16.53 0.153
Si 8.465 18.821 40.032
Si 5.28 22.062 0.462
Si 8.738 24.14 39.799
Si 5.288 27.162 0.219
Si 8.278 29.793 0.335
Si 4.701 33.452 39.808
Si 7.786 35.783 39.898
Si 5.594 37.975 0.266
Si 8.295 40.596 40.093
Si 4.952 44.008 40.014
Si 7.68 46.814 40.148
Si 5.44 49 0.011
Si 8.449 51.786 0.391
Si 4.8 55.343 0.065
Si 7.994 57.955 0.163
Si 5.837 60.16 0.023
Si 8.434 62.95 0.199
Si 10.81 0.019 40.159
Si 13.358 2.905 0.024
Si 11.293 5.263 0.035
Si 14.377 7.705 39.977
Si 11.019 11.319 39.599
Si 14.264 13.522 0.203
Si 10.915 16.792 40.064
Si 14.239 18.649 40.056
Si 10.748 21.84 0.29
Si 13.808 24.516 0.212
Si 10.65 27.874 40.101
Si 13.823 29.662 40.193
Si 10.864 32.636 0.346
Si 13.876 35.023 0.079
Si 10.673 38.529 0.024
Si 13.367 41.073 0.048
Si 11.182 43.363 0.116
Si 13.796 45.839 40.051
Si 10.66 49.587 0.032
Si 13.057 52.188 40.156
Si 10.861 54.485 0.114
Si 13.382 57.494 40.066
Si 11.132 59.737 0.051
Si 13.983 63.336 39.921
Si 1.455 1.453 1.635
Si 4.064 4.157 1.412
Si 1.497 6.832 1.601
Si 4.123 9.617 1.328
Si 1.3 12.358 1.447
Si 3.863 15.08 1.535
Si 1.485 17.967 1.436
Si 4.101 20.367 1.491
Si 1.28 23.239 1.342
Si 4.08 25.859 1.709
Si 1.459 28.59 1.747
Si 4.1 31.438 1.147
Si 1.178 34.02 1.641
Si 4.067 36.762 1.549
Si 1.473 39.37 1.034
Si 4.05 42.164 1.096
Si 1.329 44.825 1.337
Si 4.027 47.735 1.414
Si 1.292 50.386 1.023
Si 3.915 53.443 1.284
Si 1.215 56.001 1.396
Si 4.173 58.953 1.381
Si 1.401 61.401 1.262
Si 4.204 64.184 1.369
Si 6.801 1.276 1.035
Si 9.651 4.106 1.339
Si 6.828 6.914 1.68
Si 9.852 9.663 1.095
Si 6.923 12.459 1.155
Si 9.754 15.063 1.179
Si 6.863 17.647 1.228
Si 9.545 20.252 1.455
Si 6.963 23.285 1.444
Si 9.668 25.959 1.112
Si 6.771 28.505 1.532
Si 9.541 31.247 1.645
Si 6.612 34.184 1.099
Si 9.457 36.822 1.186
Si 6.899 39.479 1.454
Si 9.439 42.247 1.227
Si 6.633 45.078 1.179
Si 9.468 47.832 1.19
Si 6.703 50.551 1.364
Si 9.554 53.337 1.677
Si 6.694 56.251 1.308
Si 9.595 58.875 1.637
Si 7.022 61.526 1.501
Si 9.768 64.229 1.56
Si 12.319 1.303 1.386
Si 15 3.999 1.475
Si 12.572 6.811 1.25
Si 15.163 9.492 1.235
Si 12.45 12.303 1.16
Si 15.202 15.005 1.742
Si 12.457 17.815 1.328
Si 15.022 20.471 1.333
Si 12.387 23.124 1.475
Si 15.082 25.895 1.584
Si 12.224 28.702 1.48
Si 14.895 31.33 1.447
Si 12.292 34.031 1.535
Si 15.031 36.761 1.222
Si 12.168 39.612 1.441
Si 15.013 42.168 1.336
Si 12.293 44.929 1.433
Si 15.02 47.638 0.972
Si 12.189 50.589 1.473
Si 14.909 53.127 1.264
Si 12.217 56.016 1.33
Si 15.079 58.667 1.171
Si 12.418 61.65 1.038
Si 15.215 64.128 1.574
Si 16.372 2.71 2.894
Si 2.913 0.041 2.798
Si 0.103 8.288 2.778
Si 2.814 5.468 2.92
Si 0.084 13.601 3.003
Si 2.776 10.996 2.702
Si 0.04 19.229 2.784
Si 2.676 16.506 2.909
Si 0.045 24.532 2.894
Si 2.656 21.792 2.749
Si 16.366 30.04 2.859
Si 2.726 27.198 3.064
Si 16.266 35.49 2.848
Si 2.695 32.614 2.751
Si 0.056 40.771 2.528
Si 2.687 38.215 2.73
Si 16.332 46.338 2.568
Si 2.683 43.447 2.633
Si 16.295 51.709 2.551
Si 2.639 49.188 2.594
Si 16.295 57.372 2.718
Si 2.6 54.687 2.758
Si 0.11 62.707 2.81
Si 2.781 60.218 2.745
Si 5.517 2.694 2.598
Si 8.206 0.042 2.665
Si 5.449 8.334 2.862
Si 8.286 5.46 2.748
Si 5.47 13.704 2.637
Si 8.352 11.033 2.55
Si 5.556 19.033 2.762
Si 8.259 16.317 2.625
Si 5.558 24.522 2.9
Si 8.216 21.769 2.749
Si 5.416 30.049 2.738
Si 8.244 27.156 2.749
Si 5.434 35.381 2.796
Si 8.052 32.765 2.644
Si 5.468 40.962 2.614
Si 8.223 38.119 2.772
Si 5.396 46.362 2.709
Si 8.095 43.698 2.524
Si 5.348 52.008 2.618
Si 8.117 49.152 2.699
Si 5.438 57.545 2.798
Si 8.055 54.778 2.716
Si 5.537 62.865 2.781
Si 8.294 60.241 2.954
Si 10.974 2.73 2.77
Si 13.763 65.592 2.765
Si 11.113 8.239 2.553
Si 13.747 5.479 2.796
Si 11.089 13.692 2.607
Si 13.695 10.851 2.613
Si 11.036 19.051 2.796
Si 13.685 16.406 2.813
Si 10.959 24.582 2.674
Si 13.679 21.73 2.836
Si 10.935 29.972 2.97
Si 13.612 27.268 2.825
Si 10.853 35.496 2.663
Si 13.59 32.659 2.897
Si 10.815 40.981 2.751
Si 13.621 38.161 2.613
Si 10.861 46.428 2.57
Si 13.682 43.578 2.747
Si 10.914 51.917 2.91
Si 13.688 49.08 2.503
Si 10.931 57.368 2.793
Si 13.644 54.616 2.659
Si 11.146 62.817 2.746
Si 13.743 60.196 2.528
Si 1.37 4.118 4.202
Si 4.235 1.425 4.134
Si 1.444 9.652 4.148
Si 4.153 6.902 4.233
Si 1.395 15.067 4.277
Si 4.172 12.329 4.076
Si 1.362 20.512 4.246
Si 4.173 17.761 4.212
Si 1.341 25.847 4.348
Si 4.096 23.126 4.167
Si 1.345 31.36 4.224
Si 4.122 28.681 4.228
Si 1.317 36.849 4.131
Si 4.035 34.025 4.131
Si 1.302 42.158 4.013
Si 4.096 39.601 4.04
Si 1.299 47.749 3.947
Si 4.01 44.934 3.988
Si 1.238 53.181 3.978
Si 4.015 50.567 3.968
Si 1.356 58.772 4.024
Si 4.035 56.08 4.075
Si 1.458 64.235 4.088
Si 4.126 61.55 4.159
Si 6.876 4.073 4.039
Si 9.562 1.382 4.122
Si 6.961 9.699 4.062
Si 9.691 6.898 3.997
Si 6.866 15.012 4.047
Si 9.676 12.36 4.02
Si 6.85 20.44 4.169
Si 9.603 17.675 4.086
Si 6.896 25.899 4.239
Si 9.597 23.184 4.111
Si 6.781 31.402 4.119
Si 9.531 28.556 4.197
Si 6.806 36.789 4.126
Si 9.467 34.126 4.045
Si 6.804 42.338 3.99
Si 9.533 39.548 4.123
Si 6.769 47.749 4.058
Si 9.493 45.042 3.929
Si 6.729 53.326 4.029
Si 9.486 50.501 4.117
Si 6.857 58.837 4.191
Si 9.507 56.039 4.116
Si 6.892 64.288 4.121
Si 9.719 61.594 4.189
Si 12.334 4.13 4.146
Si 15.023 1.346 4.21
Si 12.359 9.558 4.064
Si 15.125 6.885 4.132
Si 12.334 15.012 4.136
Si 15.006 12.207 4.144
Si 12.302 20.438 4.22
Si 15.081 17.787 4.146
Si 12.26 25.9 4.198
Si 15.037 23.145 4.188
Si 12.26 31.352 4.31
Si 14.997 28.638 4.216
Si 12.25 36.838 4.04
Si 14.957 34.078 4.21
Si 12.248 42.287 4.106
Si 15.028 39.509 3.974
Si 12.276 47.767 3.924
Si 15.02 45.01 4.051
Si 12.322 53.311 4.14
Si 14.978 50.41 3.987
Si 12.367 58.821 4.008
Si 14.969 55.99 4.074
Si 12.388 64.251 4.127
Si 15.046 61.435 4.109
Si 0.024 0.044 16.374
Si 2.762 2.777 16.428
Si 0.036 5.513 16.472
Si 2.764 8.225 16.516
Si 0.026 10.946 16.544
Si 2.744 13.66 16.561
Si 16.401 16.371 16.548
Si 2.721 19.094 16.511
Si 16.385 21.827 16.497
Si 2.718 24.576 16.467
Si 16.372 27.362 16.44
Si 2.709 30.123 16.444
Si 16.369 32.863 16.435
Si 2.688 35.589 16.43
Si 16.36 38.307 16.436
Si 2.689 41.016 16.411
Si 16.378 43.744 16.387
Si 2.707 46.468 16.348
Si 16.387 49.186 16.285
Si 2.716 51.91 16.244
Si 16.399 54.628 16.244
Si 2.747 57.387 16.248
Si 0.019 60.15 16.278
Si 2.764 62.899 16.318
Si 5.507 0.045 16.369
Si 8.229 2.777 16.429
Si 5.495 5.502 16.481
Si 8.232 8.236 16.524
Si 5.49 10.948 16.557
Si 8.217 13.668 16.565
Si 5.461 16.375 16.552
Si 8.181 19.093 16.523
Si 5.457 21.829 16.489
Si 8.194 24.579 16.456
Si 5.462 27.342 16.459
Si 8.212 30.107 16.456
Si 5.454 32.866 16.451
Si 8.185 35.594 16.449
Si 5.422 38.31 16.419
Si 8.164 41.029 16.395
Si 5.444 43.742 16.38
Si 8.189 46.454 16.325
Si 5.441 49.181 16.301
Si 8.185 51.9 16.265
Si 5.464 54.645 16.234
Si 8.204 57.388 16.247
Si 5.49 60.135 16.269
Si 8.223 62.905 16.306
Si 10.955 0.048 16.371
Si 13.698 2.794 16.419
Si 10.97 5.515 16.488
Si 13.702 8.234 16.522
Si 10.963 10.946 16.552
Si 13.684 13.657 16.551
Si 10.93 16.371 16.558
Si 13.659 19.09 16.531
Si 10.919 21.831 16.489
Si 13.641 24.588 16.452
Si 10.929 27.352 16.444
Si 13.655 30.123 16.436
Si 10.937 32.859 16.452
Si 13.647 35.593 16.449
Si 10.91 38.308 16.438
Si 13.638 41.026 16.418
Si 10.914 43.737 16.353
Si 13.65 46.458 16.304
Si 10.923 49.168 16.286
Si 13.662 51.893 16.261
Si 10.924 54.629 16.258
Si 13.66 57.38 16.244
Si 10.948 60.156 16.269
Si 13.682 62.915 16.321
Si 1.374 1.408 17.765
Si 4.127 4.117 17.833
Si 1.399 6.853 17.881
Si 4.113 9.578 17.921
Si 1.382 12.301 17.945
Si 4.093 15.031 17.949
Si 1.354 17.753 17.909
Si 4.091 20.462 17.863
Si 1.354 23.205 17.841
Si 4.088 25.96 17.807
Si 1.318 28.764 17.788
Si 4.063 31.517 17.805
Si 1.31 34.248 17.808
Si 4.036 36.972 17.794
Si 1.314 39.675 17.811
Si 4.064 42.392 17.759
Si 1.338 45.132 17.745
Si 4.07 47.852 17.703
Si 1.353 50.57 17.629
Si 4.091 53.279 17.581
Si 1.372 56.006 17.579
Si 4.127 58.746 17.605
Si 1.389 61.515 17.651
Si 4.133 64.263 17.687
Si 6.86 1.396 17.777
Si 9.582 4.137 17.823
Si 6.851 6.866 17.87
Si 9.594 9.586 17.927
Si 6.852 12.314 17.947
Si 9.562 15.033 17.966
Si 6.815 17.75 17.925
Si 9.55 20.472 17.866
Si 6.832 23.212 17.828
Si 9.572 25.96 17.791
Si 6.844 28.727 17.803
Si 9.587 31.486 17.821
Si 6.814 34.247 17.825
Si 9.553 36.954 17.831
Si 6.789 39.683 17.776
Si 9.545 42.398 17.743
Si 6.831 45.119 17.727
Si 9.574 47.812 17.676
Si 6.815 50.556 17.645
Si 9.563 53.255 17.623
Si 6.828 56.016 17.59
Si 9.58 58.762 17.591
Si 6.857 61.505 17.623
Si 9.562 64.278 17.695
Si 12.311 1.422 17.748
Si 15.053 4.15 17.818
Si 12.332 6.87 17.893
Si 15.06 9.589 17.923
Si 12.325 12.306 17.941
Si 15.042 15.013 17.94
Si 12.295 17.737 17.926
Si 15.021 20.47 17.889
Si 12.292 23.212 17.829
Si 14.984 25.999 17.786
Si 12.29 28.753 17.788
Si 14.993 31.521 17.806
Si 12.291 34.24 17.833
Si 14.996 36.967 17.836
Si 12.271 39.68 17.812
Si 15.011 42.397 17.781
Si 12.296 45.111 17.69
Si 15.015 47.833 17.652
Si 12.304 50.531 17.634
Si 15.04 53.257 17.61
Si 12.301 56.002 17.6
Si 15.024 58.767 17.58
Si 12.285 61.546 17.642
Si 15.041 64.279 17.703
Si 0.011 2.77 19.163
Si 2.769 0.011 19.063
Si 0.038 8.214 19.274
Si 2.766 5.462 19.237
Si 0.012 13.662 19.331
Si 2.749 10.931 19.319
Si 16.387 19.117 19.282
Si 2.709 16.41 19.311
Si 16.334 24.604 19.116
Si 2.726 21.829 19.218
Si 16.35 30.15 19.155
Si 2.693 27.366 19.097
Si 16.366 35.611 19.213
Si 2.682 32.901 19.169
Si 16.351 41.039 19.193
Si 2.663 38.31 19.197
Si 16.366 46.534 19.08
Si 2.704 43.77 19.119
Si 16.395 51.914 19.006
Si 2.7 49.255 19.045
Si 16.39 57.38 18.899
Si 2.746 54.649 18.938
Si 0.018 62.884 19.018
Si 2.78 60.122 18.96
Si 5.506 2.741 19.184
Si 8.233 0.015 19.123
Si 5.486 8.202 19.278
Si 8.223 5.494 19.217
Si 5.471 13.675 19.326
Si 8.23 10.95 19.316
Si 5.428 19.118 19.281
Si 8.173 16.409 19.335
Si 5.462 24.585 19.172
Si 8.186 21.853 19.212
Si 5.472 30.142 19.113
Si 8.223 27.337 19.148
Si 5.405 35.627 19.161
Si 8.245 32.902 19.161
Si 5.416 41.037 19.15
Si 8.158 38.34 19.157
Si 5.46 46.505 19.066
Si 8.216 43.783 19.116
Si 5.427 51.934 18.977
Si 8.201 49.202 19
Si 5.481 57.373 18.973
Si 8.179 54.639 18.941
Si 5.521 62.873 19
Si 8.226 60.126 18.956
Si 10.956 2.759 19.163
Si 13.68 0.044 19.076
Si 10.97 8.223 19.3
Si 13.714 5.497 19.243
Si 10.953 13.666 19.325
Si 13.707 10.957 19.324
Si 10.896 19.113 19.259
Si 13.667 16.377 19.311
Si 10.932 24.601 19.167
Si 13.624 21.84 19.226
Si 10.98 30.132 19.189
Si 13.634 27.387 19.157
Si 10.949 35.616 19.223
Si 13.674 32.906 19.217
Si 10.892 41.063 19.153
Si 13.633 38.336 19.22
Si 10.96 46.475 19.066
Si 13.654 43.807 19.112
Si 10.947 51.897 18.988
Si 13.665 49.185 19.024
Si 10.934 57.384 18.94
Si 13.674 54.628 18.949
Si 10.913 62.897 19.036
Si 13.665 60.146 18.932
Si 1.384 4.087 20.586
Si 4.123 1.325 20.487
Si 1.388 9.549 20.693
Si 4.14 6.796 20.638
Si 1.344 15.065 20.7
Si 4.118 12.297 20.698
Si 1.357 20.498 20.635
Si 4.038 17.797 20.697
Si 1.264 26.027 20.413
Si 4.107 23.209 20.548
Si 1.286 31.551 20.517
Si 4.082 28.749 20.41
Si 1.307 36.964 20.619
Si 4.011 34.307 20.544
Si 1.317 42.447 20.521
Si 4.024 39.694 20.544
Si 1.284 47.964 20.428
Si 4.097 45.152 20.441
Si 1.373 53.323 20.313
Si 4.062 50.639 20.41
Si 1.364 58.734 20.236
Si 4.096 55.999 20.323
Si 1.407 64.231 20.389
Si 4.18 61.469 20.322
Si 6.861 4.12 20.575
Si 9.598 1.378 20.525
Si 6.842 9.574 20.657
Si 9.583 6.826 20.629
Si 6.782 15.073 20.729
Si 9.594 12.312 20.716
Si 6.8 20.52 20.603
Si 9.536 17.804 20.692
Si 6.861 25.952 20.508
Si 9.589 23.22 20.535
Si 6.855 31.523 20.454
Si 9.635 28.692 20.491
Si 6.757 37.008 20.516
Si 9.6 34.244 20.592
Si 6.822 42.423 20.461
Si 9.516 39.703 20.533
Si 6.828 47.901 20.405
Si 9.617 45.147 20.479
Si 6.785 53.313 20.31
Si 9.601 50.521 20.356
Si 6.907 58.718 20.301
Si 9.575 55.988 20.276
Si 6.868 64.193 20.427
Si 9.543 61.489 20.363
Si 12.308 4.117 20.561
Si 15.023 1.395 20.49
Si 12.338 9.596 20.694
Si 15.097 6.842 20.648
Si 12.315 15.022 20.713
Si 15.076 12.296 20.741
Si 12.246 20.483 20.62
Si 15.023 17.758 20.674
Si 12.277 26.004 20.512
Si 14.996 23.256 20.523
Si 12.334 31.528 20.585
Si 14.969 28.795 20.519
Si 12.292 36.982 20.638
Si 14.996 34.3 20.627
Si 12.27 42.467 20.475
Si 14.986 39.694 20.614
Si 12.341 47.826 20.432
Si 15 45.207 20.481
Si 12.339 53.255 20.332
Si 15.038 50.535 20.385
Si 12.286 58.79 20.269
Si 15.035 56.026 20.267
Si 12.251 64.31 20.383
Si 15.025 61.486 20.313
Si 0.059 0.012 21.746
Si 2.755 2.657 21.9
Si 0.071 5.471 22.02
Si 2.766 8.139 22.031
Si 0.048 10.904 22.121
Si 2.759 13.714 22.032
Si 16.378 16.427 22.114
Si 2.672 19.158 22.11
Si 16.375 21.937 21.908
Si 2.594 24.606 21.683
Si 16.307 27.368 21.813
Si 2.669 30.091 21.726
Si 16.379 32.936 21.975
Si 2.667 35.634 22.056
Si 16.316 38.29 22.029
Si 2.645 41.067 21.909
Si 16.367 43.874 21.846
Si 2.701 46.6 21.676
Si 16.333 49.285 21.916
Si 2.66 52.009 21.781
Si 0.022 54.709 21.642
Si 2.653 57.345 21.61
Si 0.039 60.099 21.594
Si 2.798 62.802 21.679
Si 5.467 65.496 21.801
Si 8.27 2.777 21.903
Si 5.491 5.408 22.025
Si 8.201 8.181 22
Si 5.476 10.903 22.078
Si 8.196 13.704 22.056
Si 5.366 16.448 22.121
Si 8.137 19.206 22.04
Si 5.489 21.895 22.006
Si 8.255 24.584 21.895
Si 5.465 27.394 21.739
Si 8.3 30.154 21.728
Si 5.461 32.915 21.753
Si 8.144 35.649 21.844
Si 5.385 38.348 21.935
Si 8.134 41.072 21.886
Si 5.503 43.82 21.82
Si 8.248 46.581 21.761
Si 5.474 49.307 21.762
Si 8.197 51.941 21.583
Si 5.437 54.657 21.733
Si 8.242 57.328 21.676
Si 5.601 60.119 21.64
Si 8.245 62.843 21.816
Si 10.961 0.021 21.911
Si 13.617 2.706 21.916
Si 10.981 5.476 21.992
Si 13.737 8.217 22.035
Si 10.98 10.953 22.113
Si 13.726 13.696 22.126
Si 10.916 16.419 22.038
Si 13.598 19.118 21.995
Si 10.897 21.878 21.98
Si 13.626 24.636 21.867
Si 10.949 27.327 21.948
Si 13.702 30.182 21.986
Si 11.032 32.919 22.002
Si 13.699 35.695 22.088
Si 10.851 38.347 21.949
Si 13.578 41.133 21.891
Si 11.013 43.842 21.912
Si 13.726 46.602 21.936
Si 10.94 49.141 21.772
Si 13.683 51.88 21.724
Si 10.964 54.65 21.618
Si 13.68 57.432 21.572
Si 10.884 60.073 21.681
Si 13.583 62.844 21.596
Si 1.408 1.268 23.26
Si 4.079 3.987 23.352
Si 1.53 6.736 23.493
Si 4.132 9.437 23.445
Si 1.484 12.317 23.419
Si 3.951 15.098 23.55
Si 1.252 17.818 23.554
Si 4.031 20.635 23.401
Si 1.295 23.396 23.231
Si 3.95 26.006 22.903
Si 1.279 28.764 23.119
Si 4.083 31.473 22.981
Si 1.294 34.245 23.472
Si 4.049 37.044 23.417
Si 1.229 39.725 23.346
Si 4.094 42.459 23.193
Si 1.334 45.363 23.091
Si 3.989 47.986 23.043
Si 1.232 50.785 23.23
Si 3.989 53.389 23.15
Si 1.262 56.102 23.124
Si 4.133 58.712 22.78
Si 1.433 61.396 22.97
Si 4.148 64.035 23.182
Si 6.83 1.332 23.064
Si 9.656 4.08 23.404
Si 6.854 6.807 23.399
Si 9.544 9.53 23.417
Si 6.824 12.346 23.415
Si 9.504 15.135 23.41
Si 6.716 17.901 23.463
Si 9.493 20.6 23.444
Si 6.974 23.235 23.331
Si 9.596 25.876 23.346
Si 6.968 28.734 23.005
Si 9.636 31.427 23.235
Si 6.778 34.281 23.166
Si 9.377 37.033 23.294
Si 6.699 39.76 23.292
Si 9.589 42.43 23.166
Si 6.924 45.248 23.14
Si 9.578 47.861 23.246
Si 6.905 50.697 23.079
Si 9.631 53.203 22.913
Si 6.908 55.964 23.068
Si 9.679 58.573 23.09
Si 6.972 61.353 23.16
Si 9.581 64.224 23.246
Si 12.262 1.396 23.386
Si 14.979 4.098 23.231
Si 12.325 6.882 23.378
Si 15.128 9.462 23.518
Si 12.379 12.335 23.534
Si 15.067 15.075 23.577
Si 12.303 17.723 23.438
Si 14.956 20.591 23.225
Si 12.308 23.267 23.277
Si 14.959 26.021 23.231
Si 12.333 28.747 23.291
Si 15.1 31.58 23.402
Si 12.371 34.322 23.53
Si 15.043 37.006 23.615
Si 12.203 39.775 23.291
Si 14.927 42.575 23.203
Si 12.391 45.257 23.355
Si 15.085 47.915 23.463
Si 12.358 50.456 23.103
Si 15.113 53.286 22.968
Si 12.299 56.104 22.911
Si 15.027 58.8 22.919
Si 12.124 61.591 22.982
Si 14.974 64.213 22.864
Si 0.023 2.795 24.493
Si 2.699 65.305 24.625
Si 0.189 8.083 24.912
Si 2.903 5.303 24.965
Si 0.124 13.609 24.83
Si 2.878 10.941 24.743
Si 16.217 19.354 24.713
Si 2.49 16.419 25.076
Si 16.243 24.686 24.655
Si 2.694 22.127 24.637
Si 0.099 30.153 24.662
Si 2.553 27.232 24.332
Si 0.088 35.607 25.175
Si 2.763 32.666 24.473
Si 16.158 41.157 24.552
Si 2.658 38.524 24.83
Si 0.21 46.552 24.82
Si 2.7 43.973 24.298
Si 16.317 52.227 24.739
Si 2.612 49.379 24.442
Si 16.195 57.517 24.492
Si 2.602 54.78 24.609
Si 16.332 62.802 24.079
Si 2.915 60.021 24.233
Si 5.465 2.514 24.525
Si 8.172 0.073 24.436
Si 5.435 7.97 24.898
Si 8.263 5.479 24.732
Si 5.45 13.744 24.809
Si 8.124 10.864 24.735
Si 5.309 19.309 24.892
Si 8.112 16.529 24.773
Si 5.437 24.765 24.108
Si 8.244 21.955 25.111
Si 5.496 30.074 24.156
Si 8.234 27.4 24.514
Si 5.431 35.534 24.702
Si 8.171 32.84 24.367
Si 5.364 41.141 24.721
Si 7.98 38.426 24.699
Si 5.452 46.675 24.272
Si 8.372 43.876 24.486
Si 5.489 52.08 24.37
Si 8.297 49.411 24.532
Si 5.349 57.355 24.188
Si 8.445 54.585 24.328
Si 5.576 62.617 24.581
Si 8.365 59.873 24.495
Si 10.914 2.735 25.012
Si 13.7 65.439 24.378
Si 10.902 8.177 24.815
Si 13.652 5.462 24.657
Si 10.912 13.834 24.756
Si 13.778 10.843 24.96
Si 10.915 19.163 24.67
Si 13.692 16.503 25.019
Si 11.012 24.466 24.793
Si 13.686 21.958 24.62
Si 10.958 30.047 24.712
Si 13.689 27.399 24.655
Si 10.757 35.748 24.697
Si 13.896 32.935 24.959
Si 10.799 41.105 24.669
Si 13.555 38.56 24.807
Si 10.937 46.506 24.762
Si 13.818 43.963 24.783
Si 10.937 51.825 24.285
Si 13.612 49.299 24.812
Si 11.151 57.306 24.568
Si 13.663 54.672 24.044
Si 10.857 62.805 24.69
Si 13.576 60.202 24.056
Si 1.148 4.151 26.089
Si 4.448 0.77 25.82
Si 1.5 9.71 26.173
Si 4.769 6.06 26.456
Si 1.062 14.916 26.573
Si 4.487 12.059 26.146
Si 0.979 21.062 25.858
Si 4.027 17.796 26.239
Si 0.901 26.377 25.918
Si 4.217 23.645 25.684
Si 2.06 30.858 25.914
Si 4.122 28.601 25.25
Si 1.649 37.076 26.41
Si 4.279 33.757 25.867
Si 1.264 42.618 25.469
Si 3.494 40.389 26.125
Si 1.276 48.316 26.163
Si 4.33 45.09 25.538
Si 0.921 54.099 26.239
Si 4.36 50.439 25.595
Si 1.611 58.626 25.57
Si 3.783 56.452 25.815
Si 1.306 63.576 25.745
Si 4.501 60.863 25.892
Si 6.915 3.867 25.752
Si 9.005 1.593 26.096
Si 6.543 9.641 26.128
Si 9.669 6.763 26.286
Si 6.395 15.547 26.064
Si 9.748 12.147 25.831
Si 6.884 20.348 26.463
Si 9.252 18.175 26.031
Si 6.313 26.447 25.428
Si 10.227 22.819 26.457
Si 6.627 31.59 25.522
Si 9.896 28.314 25.942
Si 6.561 37.084 26.108
Si 9.711 33.849 25.825
Si 6.696 42.819 25.664
Si 9.462 39.605 26.156
Si 6.589 48.239 25.565
Si 10.004 44.659 26.112
Si 6.874 53.48 25.646
Si 9.974 50.468 26.005
Si 6.646 58.662 25.6
Si 10.056 55.549 25.827
Si 6.818 64.296 25.698
Si 9.955 60.89 25.95
Si 12.027 4.611 26.221
Si 15.314 1.081 25.55
Si 11.966 9.789 26.202
Si 15.305 6.405 26.055
Si 12.427 14.871 26.284
Si 15.628 11.867 26.144
Si 12.336 20.553 25.896
Si 14.647 18.461 26.296
Si 12.249 26.08 25.989
Si 15.118 23.136 26.131
Si 12.059 31.804 25.953
Si 15.204 28.705 25.945
Si 11.76 37.495 25.932
Si 15.19 34.148 26.677
Si 12.298 42.503 25.821
Si 14.551 40.327 26.206
Si 12.026 48.041 26.235
Si 15.744 44.863 26.266
Si 12.225 53.408 25.362
Si 14.397 51.324 25.908
Si 12.494 59.023 25.719
Si 14.766 55.888 25.666
Si 12.542 63.995 25.869
Si 14.698 61.777 25.347
Si 14.452 60.148 27.711
Si 3.359 0.738 28.695
Si 2.058 3.4 29.049
Si 4.164 5.753 29.52
Si 13.059 15.344 29.171
Si 4.024 15.538 30.403
Si 2.878 13.131 28.618
Si 2.757 19.795 28.21
Si 12.856 23.959 31.415
Si 2.647 23.777 30.272
Si 0.946 25.854 31.851
Si 2.774 25.341 27.75
Si 3.443 32.073 28.165
Si 4.493 34.853 31.819
Si 15.974 38.487 28.27
Si 6.365 43.24 28.368
Si 3.845 41.593 28.761
Si 6.866 47.718 28.503
Si 15.635 47.477 31.586
Si 2.579 50.256 27.841
Si 11.99 58.565 34.461
Si 0.675 58.577 31.461
Si 9.535 60.641 29.035
Si 8.296 65.034 28.109
Si 0.717 13.648 32.672
Si 9.25 11.782 28.649
Si 8.832 10.693 33.088
Si 2.489 11.274 32.855
Si 4.974 10.393 30.929
Si 8.958 16.86 32.907
Si 4.256 20.308 32.04
Si 7.969 24.887 31.747
Si 5.353 20.762 29.287
Si 9.422 27.425 28.716
Si 6.366 31.371 28.348
Si 7.631 36.837 29.024
Si 9.922 40.331 31.562
Si 7.68 43.855 30.946
Si 4.77 45.727 28.432
Si 16.122 45.368 29.371
Si 8.528 52.427 28.092
Si 16.162 50.22 27.88
Si 9.89 56.615 35.247
Si 8.601 55.413 28.575
Si 11.338 58.217 29.731
Si 12.627 64.801 28.964
Si 12.841 6.624 31.073
Si 10.899 6.738 33.348
Si 14.53 1.182 28.322
Si 13.463 9.466 31.579
Si 12.042 10.595 29.039
Si 9.119 17.659 28.933
Si 15.716 16.745 28.505
Si 12.275 21.056 32.467
Si 13.723 31.556 30.722
Si 13.722 24.77 28.502
Si 10.86 30.787 30.563
Si 10.622 32.702 28.421
Si 11.266 34.662 30.723
Si 8.408 39.682 29.149
Si 15.236 38.654 31.26
Si 13.699 44.093 30.558
Si 16.113 50.433 31.071
Si 12.161 46.553 29.088
Si 12.604 55.739 30.893
Si 13.063 56.4 28.228
Si 7.916 57.129 30.956
Si 15.334 56.418 30.054
Si 0.198 60.862 29.612
Si 2.817 6.025 34.571
Si 13.759 5.685 28.443
Si 2.24 7.706 31.028
Si 15.865 11.162 32.332
Si 6.574 16.087 28.899
Si 1.504 20.87 30.723
Si 0.194 18.027 33.739
Si 15.504 23.798 33.123
Si 5.689 27.17 31.849
Si 4.964 26.611 29.159
Si 4.284 36.625 27.912
Si 2.315 43.841 32.855
Si 8.386 42.371 35.679
Si 1.301 46.371 33.603
Si 4.436 51.001 38.125
Si 4.022 50.783 30.463
Si 6.022 53.118 33.811
Si 3.218 57.09 30.813
Si 5.561 55.596 32.347
Si 9.982 64.596 30.674
Si 9.023 0.667 32.985
Si 10.502 1.933 35.299
Si 0.626 5.941 32.533
Si 7.925 5.642 32.775
Si 8.247 8.732 28.415
Si 6.68 15.144 31.683
Si 5.387 17.774 36.075
Si 10.311 18.935 31.21
Si 6.25 24.329 27.698
Si 11.74 27.767 30.568
Si 6.932 28.763 29.874
Si 4.445 34.492 36.891
Si 6.278 34.438 29.293
Si 6.275 34.367 34.398
Si 13.613 40.889 37.232
Si 13.782 44.076 33.701
Si 6.838 50.62 29.827
Si 11.844 53.514 33.121
Si 6.16 56.105 27.173
Si 5.587 59.122 30.689
Si 1.62 63.248 34.176
Si 12.719 63.577 35.023
Si 13.469 3.28 35.128
Si 5.406 4.944 34.016
Si 14.455 4.167 32.307
Si 7.342 8.472 31.515
Si 13.93 12.854 28.054
Si 10.886 16.29 30.935
Si 14.336 16.73 35.658
Si 12.615 25.038 37.769
Si 14.421 32.595 36.317
Si 15.164 29.73 28.872
Si 16.096 32.533 29.267
Si 9.081 33.644 38.287
Si 13.644 36.403 28.096
Si 10.663 37.254 31.812
Si 5.736 47.936 34.611
Si 14.028 41.248 31.416
Si 15.544 45.696 35.641
Si 9.131 53.639 34.295
Si 12.581 48.06 31.67
Si 15.523 3.624 29.787
Si 2.102 61.024 27.3
Si 15.897 1.513 36.301
Si 0.553 65.347 27.711
Si 12.899 6.22 35.729
Si 2.057 1.958 37.631
Si 2.689 10.073 29.065
Si 16.386 13.336 35.716
Si 14.922 27.016 30.17
Si 16.269 21.424 37.251
Si 2.298 32.386 35.666
Si 13.474 38.106 35.736
Si 2.319 32.819 30.959
Si 3.392 37.377 36.598
Si 2.623 44.027 29.907
Si 2.741 48.619 35.038
Si 3.907 40.304 36.901
Si 1.485 54.873 29.311
Si 7.166 52.48 38.097
Si 13.695 53.738 35.601
Si 12.543 60.89 36.511
Si 5.794 62.624 35.334
Si 6.119 0.945 32.131
Si 8.847 62.618 35.884
Si 1.251 8.173 33.902
Si 5.919 64.801 29.718
Si 3.212 18.802 34.551
Si 7.455 12.381 31.008
Si 8.159 17.442 35.712
Si 7.845 14.687 37.039
Si 3.561 27.414 36.309
Si 3.335 30.943 33.107
Si 5.48 22.868 31.408
Si 4.852 37.541 30.529
Si 3.15 27.722 33.331
Si 9.143 45.714 28.995
Si 13.317 36.438 31.206
Si 7.021 46.389 32.404
Si 5.887 49.067 31.903
Si 10.007 46.911 33.3
Si 9.186 58.746 33.387
Si 10.15 44.89 35.481
Si 4.072 64.9 33.923
Si 6.74 61.75 30.268
Si 8.713 3.681 37.127
Si 15.272 61.262 37.816
Si 6.103 10.498 37.161
Si 6.037 3.973 31.312
Si 11.51 11.472 36.39
Si 11.482 9.645 34.016
Si 15.412 20.683 32.594
Si 14.453 23.675 35.896
Si 12.068 21.623 35.563
Si 5.965 29.447 35.96
Si 13.885 32.47 33.511
Si 10.79 33.439 33.431
Si 9.13 30.873 33.218
Si 11.91 41.709 33.413
Si 16.198 42.345 33.079
Si 16.041 43.004 37.131
Si 12.148 50.47 37.804
Si 2 52.673 31.558
Si 15.234 58.452 33.999
Si 14.215 50.574 35.622
Si 12.391 60.936 29.751
Si 15.171 63.403 33.427
Si 3.852 3.986 36.241
Si 1.868 65.504 35.808
Si 1.288 9.238 37.968
Si 1.127 16.426 31.134
Si 15.836 10.466 35.155
Si 2.877 20.681 37.098
Si 5.055 15.288 37.67
Si 4.708 25.213 38.079
Si 1.374 28.546 38.293
Si 0.434 31.216 37.806
Si 10.769 25.986 32.84
Si 16.221 33.797 34.533
Si 0.524 37.996 36.966
Si 6.361 42.088 37.867
Si 0.012 48.59 36.685
Si 7.617 41.512 32.83
Si 3.851 51.44 35.036
Si 2.255 54.084 34.436
Si 6.28 55.163 37.59
Si 4.695 62.508 38.232
Si 6.655 60.65 33.016
Si 6.199 5.116 37.711
Si 10.88 64.857 37.003
Si 2.54 13.62 37.323
Si 7.711 7.735 37.567
Si 3.274 10.83 35.97
Si 8.409 12.107 35.786
Si 5.58 22.201 37.702
Si 7.199 19.84 37.204
Si 8.893 24.408 28.719
Si 10.544 22.738 37.798
Si 6.197 31.383 33.518
Si 8.782 29.039 35.787
Si 1.281 36.391 34.84
Si 7.64 31.042 37.747
Si 5.697 40.328 30.825
Si 10.826 40.649 36.194
Si 8.598 48.746 35.534
Si 9.192 46.767 37.561
Si 9.152 56.189 38.266
Si 9.431 51.444 36.406
Si 4.905 55.475 35.058
Si 13.418 50.805 32.555
Si 10.031 63.579 33.435
Si 9.98 61.312 38.097
Si 10.306 6.397 37.488
Si 14.591 0.532 38.702
Si 14.865 8.373 37.006
Si 13.891 19.453 36.938
Si 13.271 14.009 35.874
Si 13.143 15.571 38.17
Si 11.229 27.113 35.87
Si 11.681 32.21 37.687
Si 12.162 29.232 37.627
Si 9.157 35.876 34.169
Si 16 38.48 34.202
Si 12.4 36.809 38.175
Si 10.692 37.547 36.065
Si 11.571 45.281 38.011
Si 1.861 41.916 35.066
Si 14.609 55.564 37.848
Si 15.939 55.608 35.187
Si 14.355 62.854 30.587
Si 16.228 61.151 34.944
O 16.006 0.609 39.506
O 1.444 64.294 39.827
O 6.438 65.271 31.185
O 2.554 2.307 39.119
O 15.506 6.471 39.669
O 1.137 4.397 39.817
O 2.198 8.331 38.966
O 1.029 10.633 32.363
O 15.258 12.401 39.612
O 15.153 11.08 33.81
O 6.634 17.348 35.115
O 1.072 15.348 39.792
O 12.12 15.347 30.511
O 15.376 17.428 39.815
O 4.045 17.726 39.687
O 2.79 19.751 38.477
O 16.348 21.472 38.874
O 14.871 23.445 39.675
O 3.25 24.959 38.832
O 2.332 27.741 37.289
O 15.06 28.588 0.043
O 0.656 27.34 39.146
O 0.285 29.582 37.643
O 15.227 33.967 35.853
O 15.041 33.966 39.653
O 0.52 31.931 39.28
O 0.899 32.613 34.833
O 2.106 38.045 37.366
O 13.274 41.023 32.853
O 1.437 36.416 39.667
O 3.074 40.575 38.302
O 0.097 39.06 35.729
O 0.128 42.953 38.694
O 2.539 45.431 33.121
O 3.817 45.188 39.505
O 1.692 47.249 39.503
O 16.351 48.825 38.298
O 11.473 44.755 36.446
O 15.555 47.226 36.268
O 15.657 49.871 35.967
O 1.241 53.338 39.534
O 15.542 54.855 38.97
O 0.918 54.754 35.071
O 3.662 56.465 39.683
O 1.629 58.524 39.572
O 16.23 60.219 38.623
O 2.964 63.767 33.354
O 3.135 62.52 38.767
O 5.273 64.017 38.589
O 7.439 64.148 39.843
O 8.776 2.963 38.576
O 7.133 4.027 36.941
O 6.321 5.085 39.336
O 4.247 6.856 39.746
O 8.029 7.569 39.148
O 6.985 9.655 40.128
O 5.409 10.913 38.586
O 2.521 13.314 38.924
O 8.301 14.258 38.536
O 3.126 12.356 36.498
O 6.226 14.466 36.908
O 5.315 15.269 39.28
O 6.865 21.453 36.919
O 9.698 17.813 39.496
O 5.836 21.583 39.185
O 4.031 23.056 0.044
O 9.653 23.07 0.49
O 9.224 23.66 38.191
O 5.628 26.161 39.095
O 4.242 28.345 39.897
O 9.204 28.637 39.817
O 7.56 30.636 39.315
O 3.307 34.37 39.774
O 4.997 33.585 38.153
O 3.195 33.699 36.119
O 8.4 35.145 38.436
O 4.021 36.043 37.335
O 5.315 41.132 37.042
O 7.308 41.203 38.894
O 9.511 39.569 39.507
O 6.709 44.97 31.667
O 5.58 43.28 38.669
O 8.141 46.234 38.664
O 6.602 47.974 39.627
O 4.614 49.538 38.852
O 5.765 51.817 38.543
O 7.894 52.905 39.487
O 7.547 56.06 38.02
O 9.52 52.885 35.671
O 5.36 54.737 38.845
O 6.91 59.015 39.595
O 9.167 57.425 39.316
O 5.406 61.217 39.004
O 5.708 59.485 32.309
O 9.029 61.242 36.759
O 9.33 62.407 39.115
O 10.989 65.05 38.609
O 13.703 64.865 39.242
O 13.844 1.986 38.914
O 12.315 4.069 39.583
O 10.615 6.258 39.087
O 9.241 7.55 36.966
O 14.072 8.34 38.448
O 0.603 10.48 38.821
O 9.693 12.303 39.503
O 7.198 11.645 36.772
O 13.49 15.439 34.975
O 13.823 14.71 39.351
O 11.92 16.486 38.758
O 12.422 14.5 37.177
O 15.387 20.123 36.765
O 13.686 18.234 35.84
O 10.73 21.489 38.852
O 2.846 27.31 34.863
O 11.332 28.209 38.613
O 13.978 24.867 36.889
O 13.096 25.529 39.262
O 13.349 27.357 30.639
O 11.526 30.673 37.11
O 11.804 32.01 39.316
O 9.561 33.419 39.844
O 12.948 35.519 38.987
O 11.078 36.491 37.255
O 11.859 37.975 39.19
O 9.34 36.947 35.39
O 13.868 40.427 38.783
O 10.307 34.717 34.329
O 12.328 42.283 39.802
O 10.795 44.143 38.898
O 15.125 44.91 39.773
O 13.06 45.687 38.537
O 11.538 49.326 38.815
O 9.519 50.74 39.834
O 13.18 51.409 38.681
O 11.975 53.388 39.755
O 13.062 49.887 36.569
O 13.792 56.766 38.607
O 15.658 56.114 36.716
O 12.253 58.648 39.652
O 10.112 59.944 38.944
O 14.912 62.516 38.807
O 12.836 61.978 35.327
O 2.893 2.069 29.533
O 1.657 3.341 27.458
O 5.535 65.201 26.258
O 3.985 1.332 27.314
O 2.421 9.491 27.558
O 0.243 10.658 26.647
O 1.03 6.566 31.057
O 4.435 6.443 28.051
O 3.912 20.908 28.525
O 0.825 14.951 31.745
O 4.091 12.744 27.6
O 5.582 10.906 26.614
O 16.325 22.09 26.65
O 1.839 20.254 26.978
O 3.457 18.384 27.726
O 5.283 16.724 26.48
O 1.254 25.772 27.432
O 3.344 24.911 26.281
O 1.682 22.452 30.333
O 6.428 20.356 28.122
O 16.326 27.606 26.441
O 2.106 31.419 27.487
O 5.253 27.611 26.033
O 3.1 29.567 26.162
O 0.989 38.049 27.58
O 3.642 33.513 27.397
O 5.629 32.815 25.96
O 2.901 36.207 27.135
O 6.858 42.917 29.891
O 2.371 41.618 26.186
O 8.901 44.536 30.111
O 3.657 40.277 27.802
O 16.323 48.955 31.739
O 16.256 48.872 26.905
O 8.026 46.868 29.257
O 3.929 45.703 27.029
O 15.947 55.009 26.415
O 1.633 54.352 27.756
O 3.738 51.049 27.018
O 6.941 49.29 28.898
O 1.382 59.613 26.891
O 4.22 58.305 30.302
O 4.55 56.37 27.316
O 2.503 57.407 26.239
O 0.339 0.62 26.331
O 3.743 60.919 27.385
O 5.763 59.862 26.319
O 5.896 4.822 26.692
O 7.911 2.789 26.604
O 9.04 64.312 29.376
O 9.206 0.627 27.461
O 8.844 10.242 28.297
O 8.177 12.61 29.569
O 10.799 5.628 26.741
O 9.164 7.561 27.681
O 4.276 10.028 29.498
O 6.041 11.608 30.763
O 11.951 9.441 27.863
O 10.934 11.071 26.21
O 5.288 23.238 26.936
O 8.159 19.299 26.51
O 7.485 17.463 28.796
O 9.552 19.042 29.745
O 8.907 25.962 28.208
O 6.715 25.536 26.721
O 11.885 24.975 32.23
O 10.085 23.56 27.978
O 7.175 30.987 26.976
O 6.298 28.626 31.389
O 11.1 27.234 26.273
O 9.342 28.524 27.498
O 5.157 37.606 26.897
O 7.576 36.791 27.385
O 9.52 33.393 27.424
O 7.589 31.099 32.713
O 7.363 42.69 27.208
O 6.896 40.054 29.718
O 8.643 40.022 27.562
O 5.506 43.969 25.773
O 9.592 51.482 27.28
O 5.439 49.302 26.153
O 9.172 45.145 27.46
O 11.193 43.55 26.626
O 6.993 50.178 31.41
O 6.117 54.912 26.04
O 12.813 45.112 29.615
O 14.689 51.044 31.571
O 6.962 55.488 28.444
O 6.959 57.489 26.762
O 9.362 56.029 27.266
O 8.898 56.337 29.901
O 7.861 63.917 26.975
O 9.24 60.921 27.454
O 12.617 55.204 29.312
O 13.727 62.872 26.115
O 12.985 4.499 27.595
O 10.076 1.671 33.734
O 14.168 1.269 26.738
O 2.002 65.495 28.416
O 12.355 9.932 30.492
O 10.768 11.611 29.255
O 16.402 5.255 26.592
O 14.412 6.802 27.425
O 9.833 17.602 27.471
O 12.125 15.507 27.821
O 15.464 12.598 27.631
O 13.324 11.46 28.568
O 11.345 21.583 26.798
O 13.42 19.554 26.744
O 14.249 16.455 29.173
O 15.522 18.154 27.692
O 15.643 28.306 29.483
O 12.74 25.598 27.494
O 12.894 24.172 29.793
O 14.458 23.623 27.59
O 10.963 32.884 25.327
O 11.849 31.96 27.604
O 14.845 25.793 29.101
O 14.664 29.505 27.327
O 13.21 36.748 29.617
O 12.309 36.746 27.27
O 16.094 33.309 27.817
O 14.061 34.889 27.646
O 13.359 41.445 26.682
O 15.38 39.865 27.584
O 16.191 38.576 29.911
O 10.94 49.264 26.681
O 12.498 47.068 27.554
O 15.699 45.536 27.794
O 0.411 43.589 26.538
O 13.24 52.487 26.309
O 15.988 58.876 32.624
O 14.825 51.011 27.473
O 2.398 48.654 27.419
O 11.848 57.513 28.328
O 11.315 60.009 26.325
O 13.43 56.037 26.688
O 11.161 54.348 26.262
O 15.346 61.002 26.65
O 12.133 64.504 27.428
O 2.043 62.134 26.076
O 16.334 57.602 30.431
O 15.737 0.128 28.707
O 13.248 61.042 28.369
O 13.192 0.725 29.113
O 4.374 65.316 29.482
O 0.727 3.549 29.993
O 15.002 5.103 29.352
O 2.944 4.71 29.337
O 1.925 8.995 30.061
O 10.682 8.216 34.008
O 11.391 6.872 31.79
O 0.223 13.941 34.209
O 4.964 16.273 29.254
O 1.814 14.004 27.733
O 16.203 15.675 27.348
O 1.776 19.781 29.528
O 16.389 20.604 31.276
O 14.388 24.106 31.973
O 15.052 24.378 34.569
O 4.042 23.671 31.16
O 2.952 24.029 28.692
O 15.967 26.602 31.369
O 5.611 25.119 28.982
O 5.851 22.174 29.963
O 15.416 31.739 37.229
O 0.841 33.102 30.303
O 7.731 35.237 29.437
O 5.262 35.338 28.322
O 4.327 36.455 31.609
O 1.628 48.579 36.264
O 14.759 37.099 31.608
O 8.212 42.865 32.124
O 2.997 43.513 31.424
O 0.597 45.639 34.877
O 4.446 41.133 30.193
O 4.451 49.395 31.214
O 5.365 51.348 29.7
O 0.102 46.499 32.53
O 3.328 55.309 34.669
O 1.157 51.014 27.531
O 7.203 47.529 26.92
O 2.423 56.197 29.677
O 16.301 55.158 29.665
O 2.105 57.83 31.803
O 6.918 58.241 30.277
O 9.54 0.376 31.449
O 10.869 61.481 29.517
O 7.475 1.203 33.031
O 6.863 65.597 28.658
O 2.018 5.439 33.257
O 4.422 6.227 34.3
O 6.879 8.814 27.53
O 5.828 9.109 31.485
O 6.856 15.127 27.604
O 9.22 12.696 27.3
O 3.757 10.851 31.929
O 2.894 10.807 34.37
O 7.473 16.214 32.632
O 2.66 20.625 31.848
O 7.197 15.285 30.16
O 9.151 18.347 32.227
O 2.762 16.48 30.892
O 5.002 19.793 30.635
O 12.254 22.5 31.752
O 7.581 23.584 28.202
O 5.1 21.663 32.476
O 10.902 27.08 29.341
O 8.436 28.11 29.853
O 10.43 33.248 37.399
O 6.902 30.337 29.492
O 4.77 31.118 28.073
O 9.493 36.776 32.845
O 7.651 35.233 34.122
O 6.323 37.264 29.903
O 9.467 40.596 30.011
O 13.315 42.471 30.548
O 4.967 42.505 28.029
O 6.149 44.853 28.299
O 6.179 41.115 32.179
O 4.242 47.912 35.331
O 10.588 45.612 34.092
O 5.666 49.115 33.493
O 8.009 51.635 29.416
O 13.68 44.581 32.136
O 12.573 47.782 30.07
O 7.299 52.718 27.056
O 9.089 53.852 28.691
O 5.236 63.974 34.596
O 5.593 56.312 33.834
O 8.218 61.24 29.78
O 9.913 59.041 29.431
O 13.841 63.785 29.365
O 12.001 2.593 35.342
O 15.08 2.654 28.597
O 11.858 10.094 35.543
O 5.897 2.322 31.234
O 9.485 5.875 33.268
O 12.69 6.379 29.472
O 13.711 3.445 33.531
O 7.3 6.941 32.029
O 7.993 8.447 30.009
O 13.83 7.9 31.33
O 13.824 13.919 29.257
O 9.744 16.393 29.773
O 13.229 13.457 26.684
O 12.707 20.496 36.544
O 15.686 22.165 33.258
O 10.665 22.156 36.25
O 11.069 20.261 31.706
O 14.069 31.377 32.316
O 11.906 23.608 38.053
O 12.118 31.825 30.756
O 11.508 29.342 30.253
O 13.956 30.203 29.861
O 14.639 32.729 30.032
O 9.975 31.526 29.391
O 5.855 30.145 34.506
O 11.203 33.958 29.278
O 10.674 38.569 26.611
O 8.675 38.053 29.387
O 7.926 32.641 37.702
O 12.843 34.851 31.257
O 14.942 37.32 27.781
O 15.765 46.814 30.086
O 15.222 44.175 30.014
O 10.571 46.388 29.285
O 14.984 42.983 33.965
O 12.441 49.655 31.952
O 14.081 47.555 32.14
O 12.124 54.721 32.055
O 13.567 58.481 33.92
O 12.337 53.797 34.67
O 14.202 56.081 31.214
O 8.114 59.984 33.404
O 11.577 57.048 30.892
O 0.449 63.824 27.158
O 14.493 56.966 28.779
O 13.723 58.907 26.894
O 12.374 59.38 30.234
O 2.129 0.341 37.356
O 2.62 4.949 35.772
O 13.489 4.707 35.928
O 15.943 4.761 32.63
O 0.524 9.373 34.676
O 2.283 8.299 32.589
O 14.862 10.308 31.381
O 15.974 12.734 31.915
O 8.316 16.251 36.828
O 4.165 19.24 33.274
O 15.58 22.751 36.613
O 1.699 18.272 34.309
O 5.734 19.227 36.746
O 0.466 17.444 32.231
O 13.452 29.672 38.548
O 15.828 19.468 33.608
O 1.978 26.947 32.497
O 1.791 25.106 30.677
O 9.255 25.268 32.763
O 4.596 26.677 30.743
O 2.591 42.629 29.028
O 12.252 37.154 32.232
O 3.821 45.082 29.571
O 0.813 37.498 33.747
O 5.325 47.213 28.813
O 9.374 43.522 35.078
O 1.989 47.819 33.838
O 15.601 44.539 36.78
O 4.382 50.976 36.503
O 9.048 50.293 35.309
O 4.187 56.041 31.606
O 2.853 50.382 29.428
O 3.091 51.725 38.687
O 15.826 56.955 34.284
O 14.796 54.549 34.707
O 5.138 51.749 34.022
O 15.21 61.809 33.823
O 5.666 60.556 29.896
O 11.486 64.694 30.102
O 9.933 63.384 31.806
O 0.314 63.925 33.439
O 9.094 64.866 33.809
O 10.535 0.633 36.251
O 5.051 4.404 32.534
O 0.029 7.191 33.419
O 5.47 4.864 30.043
O 3.628 6.94 30.552
O 9.894 11.669 36.26
O 0.242 11.721 35.823
O 8.221 9.232 32.682
O 8.622 11.563 31.76
O 9.186 17.099 34.503
O 4.034 17.57 35.215
O 10.128 15.843 32.327
O 8.315 18.989 36.289
O 11.831 21.072 34.044
O 5.039 15.323 31.702
O 8.776 24.524 30.36
O 10.957 27.358 31.955
O 9.16 29.663 34.317
O 5.991 27.855 28.859
O 3.577 26.655 28.317
O 5.571 34.26 30.754
O 7.254 28.434 35.856
O 5.11 34.68 33.305
O 3.839 37.465 29.245
O 5.693 34.726 35.863
O 10.556 36.153 30.581
O 11.246 40.844 34.615
O 9.374 41.328 36.438
O 12.348 43.233 33.922
O 14.216 45.353 34.672
O 1.258 44.89 29.663
O 10.808 59.152 33.423
O 9.47 48.015 34.365
O 13.896 50.328 34.041
O 12.598 52.194 32.584
O 11.27 47.38 32.384
O 8.922 57.833 34.723
O 5.545 53.955 32.475
O 8.894 57.843 32.052
O 6.846 61.853 31.909
O 4.838 62.259 36.614
O 11.596 63.825 33.849
O 9.631 1.138 40.073
O 14.781 2.443 35.591
O 12.314 64.353 36.394
O 6.991 5.351 34.108
O 13.481 5.331 31.787
O 7.598 4.397 31.72
O 14.739 3.085 31.123
O 10.425 10.706 33.384
O 12.815 9.604 33.076
O 0.428 16.734 29.695
O 2.254 11.687 29.176
O 15.706 17.023 34.738
O 11.501 17.8 31.135
O 13.15 22.828 35.408
O 0.481 24.611 32.819
O 11.533 25.932 36.95
O 3.079 29.331 33.025
O 14.105 31.729 34.951
O 16.283 30.917 28.999
O 6.525 32.758 34.334
O 3.264 32.321 29.752
O 9.982 30.524 31.893
O 9.847 32.185 33.884
O 8.812 30.227 36.921
O 14.733 42.03 36.871
O 14.081 39.746 30.756
O 15.574 41.702 31.722
O 10.878 41.536 32.13
O 0.741 41.324 33.973
O 2.921 40.853 35.694
O 0.723 43.588 32.615
O 1.929 53.627 30.256
O 7.661 53.088 33.799
O 6.414 47.589 31.474
O 13.704 39.681 36.119
O 10.23 53.265 33.144
O 0.823 51.536 31.533
O 1.374 61.489 28.672
O 13.157 61.776 30.915
O 0.978 60.022 30.773
O 15.843 59.56 35.052
O 0.52 2.43 37.234
O 15.542 59.827 28.889
O 0.522 0.713 35.281
O 4.801 0.417 32.968
O 14.175 7.238 36.002
O 3.194 2.583 36.645
O 0.086 8.289 37.337
O 3.438 14.105 29.825
O 14.828 13.56 36.144
O 1.062 14.03 36.729
O 2.244 29.649 39.14
O 13.81 20.476 32.274
O 4.071 21.788 37.22
O 1.423 21.367 36.8
O 12.392 33.15 33.596
O 2.246 31.664 32.119
O 14.579 37.746 34.592
O 2.853 36.723 35.163
O 3.021 34.149 31.636
O 1.806 31.646 37.024
O 12.022 37.684 35.08
O 2.774 42.971 34.169
O 4.998 38.936 31.328
O 2.995 50.149 34.505
O 4.33 38.731 36.492
O 7.308 42.865 36.782
O 2.827 52.726 35.163
O 16.098 50.079 29.489
O 1.952 53.636 32.886
O 6.965 53.753 37.113
O 5.347 56.026 36.527
O 15.762 62.119 30.228
O 14.575 63.699 31.95
O 1.337 61.63 34.408
O 5.934 61.327 34.322
O 3.201 0.246 34.925
O 4.954 3.759 35.047
O 6.159 63.163 29.664
O 9.699 63.804 36.606
O 2.187 7.451 35.031
O 2.3 9.853 36.838
O 4.634 4.744 37.448
O 6.647 6.576 37.125
O 2.185 12.894 32.774
O 3.594 14.848 37.114
O 11.743 11.291 38.028
O 8.437 13.749 35.825
O 5.267 16.852 37.375
O 3.168 19.951 35.678
O 4.852 10.382 36.1
O 7.115 13.615 32.03
O 4.339 26.036 36.707
O 6.817 23.68 31.96
O 3.178 31.434 34.668
O 6.594 32.936 28.764
O 7.002 26.204 31.898
O 4.626 28.646 36.329
O 0.844 34.999 34.159
O 0.386 36.521 36.224
O 6.631 36.993 39.519
O 6.213 30.628 37.066
O 7.538 41.737 34.433
O 8.618 40.257 32.543
O 4.572 39.041 39.655
O 10.545 38.837 31.53
O 6.988 48.409 35.549
O 6.229 46.535 33.857
O 8.661 46.506 32.457
O 9.027 45.791 36.26
O 8.144 51.4 37.393
O 3.432 51.877 31.516
O 9.883 56.499 36.856
O 5.525 53.979 35.082
O 9.285 55.25 34.563
O 9.977 54.97 38.984
O 9.425 62.368 34.354
O 1.676 63.892 35.69
O 6.945 55.999 31.619
O 7.283 63.019 35.864
O 9.653 4.989 37.043
O 9.261 2.801 35.885
O 14.159 64.142 34.487
O 15.023 0.404 37.134
O 6.992 9.125 37.144
O 12.142 6.129 34.252
O 11.744 6.647 36.782
O 12.39 12.646 35.548
O 8.072 11.414 34.34
O 14.752 9.804 36.176
O 7.702 19.542 38.741
O 5.558 23.851 37.668
O 13.719 19.071 38.528
O 14.35 16.276 37.268
O 9.755 27.785 36.097
O 4.741 27.27 33.163
O 11.19 26.422 34.376
O 13.016 32.918 37.064
O 10.464 33.799 31.864
O 4.836 31.44 32.598
O 12.323 28.323 36.225
O 15.154 33.523 33.313
O 13.593 37.295 37.158
O 12.024 41.333 37.083
O 10.517 39.086 36.578
O 15.769 39.218 32.731
O 16.181 38.149 38.412
O 0.949 42.593 36.239
O 10.871 51.245 37.129
O 9.037 48.304 37.046
O 11.443 57.041 34.823
O 11.994 59.527 35.792
O 14.207 52.202 35.852
O 13.885 60.528 37.359
O 11.493 61.604 37.541
O 13.588 54.52 37.052
O 16.026 61.765 36.451
O 10.704 46.654 38.145
Si 0.069 65.596 5.479
Si 2.804 2.761 5.499
Si 0.042 5.524 5.542
Si 2.767 8.27 5.545
Si 0.028 10.942 5.534
Si 2.818 13.666 5.524
Si 16.398 16.422 5.573
Si 2.768 19.118 5.559
Si 16.393 21.84 5.617
Si 2.772 24.488 5.608
Si 16.357 27.275 5.603
Si 2.716 30.005 5.588
Si 16.382 32.757 5.557
Si 2.697 35.462 5.47
Si 16.344 38.209 5.464
Si 2.704 40.906 5.436
Si 16.39 43.613 5.372
Si 2.668 46.367 5.322
Si 16.362 49.095 5.369
Si 2.654 51.891 5.375
Si 16.357 54.601 5.39
Si 2.687 57.428 5.441
Si 0.024 60.104 5.461
Si 2.773 62.916 5.516
Si 5.544 0.04 5.512
Si 8.225 2.773 5.483
Si 5.556 5.478 5.472
Si 8.303 8.256 5.399
Si 5.553 10.995 5.469
Si 8.259 13.67 5.434
Si 5.537 16.353 5.519
Si 8.249 19.064 5.492
Si 5.468 21.786 5.55
Si 8.245 24.506 5.561
Si 5.504 27.299 5.564
Si 8.16 30.007 5.494
Si 5.423 32.726 5.534
Si 8.171 35.461 5.501
Si 5.428 38.209 5.427
Si 8.136 40.951 5.405
Si 5.419 43.653 5.389
Si 8.167 46.379 5.379
Si 5.383 49.168 5.348
Si 8.11 51.929 5.396
Si 5.401 54.682 5.426
Si 8.203 57.423 5.503
Si 5.474 60.181 5.521
Si 8.277 62.939 5.49
Si 10.969 0.012 5.464
Si 13.686 2.77 5.528
Si 10.971 5.539 5.465
Si 13.721 8.229 5.487
Si 10.991 10.956 5.427
Si 13.692 13.637 5.501
Si 10.95 16.351 5.51
Si 13.698 19.093 5.561
Si 10.937 21.836 5.537
Si 13.657 24.527 5.546
Si 10.908 27.25 5.594
Si 13.655 29.994 5.617
Si 10.833 32.785 5.503
Si 13.575 35.486 5.492
Si 10.926 38.199 5.461
Si 13.66 40.889 5.388
Si 10.855 43.699 5.376
Si 13.612 46.4 5.354
Si 10.921 49.114 5.375
Si 13.674 51.847 5.392
Si 10.9 54.665 5.451
Si 13.655 57.417 5.424
Si 11.027 60.142 5.477
Si 13.738 62.875 5.484
Si 1.417 1.389 6.846
Si 4.16 4.15 6.859
Si 1.406 6.895 6.903
Si 4.175 9.632 6.862
Si 1.414 12.317 6.883
Si 4.165 15.02 6.909
Si 1.392 17.759 6.93
Si 4.116 20.453 6.954
Si 1.376 23.175 6.979
Si 4.128 25.915 6.927
Si 1.345 28.641 6.948
Si 4.076 31.385 6.933
Si 1.344 34.139 6.891
Si 4.068 36.85 6.817
Si 1.328 39.568 6.813
Si 4.066 42.297 6.777
Si 1.333 45.009 6.732
Si 4.035 47.758 6.698
Si 1.317 50.489 6.731
Si 4.033 53.268 6.745
Si 1.325 56 6.754
Si 4.075 58.785 6.818
Si 1.376 61.518 6.821
Si 4.147 64.292 6.861
Si 6.885 1.418 6.878
Si 9.598 4.166 6.831
Si 6.922 6.892 6.804
Si 9.627 9.609 6.823
Si 6.903 12.339 6.855
Si 9.584 15.003 6.876
Si 6.884 17.725 6.892
Si 9.579 20.446 6.891
Si 6.843 23.159 6.913
Si 9.564 25.884 6.958
Si 6.836 28.672 6.933
Si 9.512 31.387 6.879
Si 6.797 34.112 6.873
Si 9.545 36.852 6.835
Si 6.787 39.586 6.795
Si 9.513 42.321 6.761
Si 6.789 45.028 6.747
Si 9.542 47.752 6.737
Si 6.759 50.523 6.734
Si 9.52 53.265 6.766
Si 6.8 56.028 6.799
Si 9.607 58.793 6.823
Si 6.876 61.562 6.836
Si 9.616 64.295 6.87
Si 12.308 1.398 6.856
Si 15.061 4.149 6.878
Si 12.342 6.88 6.855
Si 15.067 9.579 6.891
Si 12.32 12.293 6.866
Si 15.039 15.011 6.898
Si 12.312 17.717 6.896
Si 15.037 20.453 6.956
Si 12.298 23.178 6.933
Si 14.997 25.899 6.949
Si 12.27 28.633 6.952
Si 15.025 31.393 6.936
Si 12.222 34.131 6.875
Si 14.972 36.852 6.836
Si 12.289 39.575 6.805
Si 15.005 42.283 6.756
Si 12.247 45.045 6.741
Si 14.986 47.748 6.736
Si 12.279 50.495 6.743
Si 15.014 53.233 6.768
Si 12.282 56.044 6.788
Si 15.042 58.751 6.809
Si 12.359 61.526 6.848
Si 15.09 64.254 6.851
Si 0.047 2.775 8.211
Si 2.779 0.045 8.224
Si 0.032 8.239 8.273
Si 2.791 5.52 8.233
Si 0.032 13.666 8.261
Si 2.787 10.96 8.254
Si 0.016 19.098 8.313
Si 2.77 16.374 8.274
Si 16.394 24.555 8.312
Si 2.747 21.809 8.329
Si 16.391 30.03 8.302
Si 2.735 27.276 8.29
Si 16.357 35.512 8.22
Si 2.71 32.778 8.268
Si 16.368 40.952 8.161
Si 2.698 38.216 8.187
Si 16.363 46.382 8.096
Si 2.702 43.677 8.128
Si 16.383 51.868 8.119
Si 2.691 49.125 8.09
Si 16.397 57.37 8.152
Si 2.698 54.644 8.124
Si 0.037 62.888 8.21
Si 2.734 60.158 8.188
Si 5.514 2.789 8.234
Si 8.251 0.055 8.233
Si 5.54 8.24 8.205
Si 8.251 5.534 8.214
Si 5.531 13.661 8.27
Si 8.253 10.953 8.222
Si 5.502 19.075 8.282
Si 8.235 16.364 8.272
Si 5.489 24.544 8.291
Si 8.209 21.796 8.283
Si 5.454 30.03 8.293
Si 8.196 27.288 8.292
Si 5.436 35.506 8.214
Si 8.16 32.759 8.254
Si 5.426 40.949 8.165
Si 8.166 38.236 8.174
Si 5.419 46.415 8.087
Si 8.152 43.679 8.136
Si 5.41 51.896 8.104
Si 8.159 49.145 8.076
Si 5.449 57.406 8.16
Si 8.173 54.643 8.135
Si 5.509 62.919 8.21
Si 8.235 60.17 8.176
Si 10.956 2.795 8.211
Si 13.708 0.036 8.197
Si 10.977 8.251 8.223
Si 13.698 5.521 8.24
Si 10.954 13.648 8.252
Si 13.694 10.948 8.251
Si 10.949 19.088 8.27
Si 13.673 16.362 8.28
Si 10.94 24.535 8.317
Si 13.662 21.818 8.309
Si 10.895 30.039 8.266
Si 13.643 27.277 8.316
Si 10.885 35.509 8.241
Si 13.62 32.78 8.243
Si 10.899 40.962 8.134
Si 13.632 38.229 8.206
Si 10.898 46.404 8.125
Si 13.627 43.671 8.102
Si 10.905 51.879 8.096
Si 13.641 49.131 8.109
Si 10.944 57.405 8.177
Si 13.651 54.635 8.114
Si 10.983 62.905 8.202
Si 13.709 60.14 8.191
Si 1.406 4.154 9.587
Si 4.134 1.426 9.588
Si 1.409 9.605 9.628
Si 4.158 6.893 9.594
Si 1.394 15.02 9.647
Si 4.147 12.312 9.64
Si 1.374 20.454 9.691
Si 4.127 17.727 9.661
Si 1.361 25.928 9.667
Si 4.113 23.193 9.672
Si 1.351 31.417 9.645
Si 4.087 28.663 9.655
Si 1.329 36.879 9.577
Si 4.079 34.158 9.612
Si 1.338 42.326 9.513
Si 4.062 39.596 9.546
Si 1.328 47.759 9.461
Si 4.071 45.053 9.48
Si 1.343 53.254 9.474
Si 4.058 50.504 9.456
Si 1.358 58.764 9.512
Si 4.075 56.014 9.487
Si 1.395 64.281 9.563
Si 4.114 61.538 9.536
Si 6.876 4.174 9.589
Si 9.6 1.438 9.59
Si 6.882 9.6 9.607
Si 9.608 6.893 9.6
Si 6.871 15.019 9.659
Si 9.594 12.298 9.636
Si 6.847 20.444 9.664
Si 9.589 17.728 9.652
Si 6.831 25.927 9.664
Si 9.562 23.169 9.666
Si 6.807 31.413 9.647
Si 9.547 28.675 9.652
Si 6.805 36.884 9.568
Si 9.523 34.145 9.608
Si 6.795 42.322 9.52
Si 9.537 39.61 9.53
Si 6.796 47.78 9.452
Si 9.529 45.045 9.493
Si 6.797 53.257 9.468
Si 9.532 50.508 9.45
Si 6.839 58.785 9.501
Si 9.553 56.016 9.491
Si 6.866 64.296 9.573
Si 9.596 61.539 9.545
Si 12.322 4.157 9.592
Si 15.065 1.418 9.568
Si 12.328 9.597 9.628
Si 15.059 6.877 9.625
Si 12.308 15.003 9.649
Si 15.062 12.307 9.633
Si 12.298 20.447 9.665
Si 15.041 17.722 9.66
Si 12.285 25.918 9.684
Si 15.029 23.186 9.677
Si 12.264 31.417 9.622
Si 15.015 28.666 9.658
Si 12.262 36.883 9.584
Si 14.994 34.155 9.599
Si 12.267 42.326 9.501
Si 15.005 39.605 9.549
Si 12.272 47.772 9.479
Si 14.999 45.032 9.477
Si 12.274 53.257 9.459
Si 15.009 50.502 9.471
Si 12.317 58.776 9.53
Si 15.017 56 9.492
Si 12.337 64.288 9.564
Si 15.059 61.524 9.553
Si 0.032 0.05 10.928
Si 2.77 2.794 10.957
Si 0.04 5.515 10.973
Si 2.783 8.241 10.988
Si 0.034 10.954 11.01
Si 2.765 13.659 11.02
Si 0.014 16.366 11.029
Si 2.749 19.082 11.038
Si 16.4 21.823 11.044
Si 2.734 24.563 11.031
Si 16.395 27.309 11.023
Si 2.724 30.053 11.01
Si 16.373 32.804 10.977
Si 2.703 35.534 10.96
Si 16.37 38.259 10.934
Si 2.698 40.976 10.903
Si 16.37 43.692 10.871
Si 2.702 46.415 10.845
Si 16.378 49.135 10.83
Si 2.711 51.882 10.827
Si 16.388 54.629 10.84
Si 2.729 57.393 10.857
Si 0.017 60.143 10.892
Si 2.761 62.91 10.912
Si 5.501 0.055 10.939
Si 8.235 2.806 10.958
Si 5.512 5.53 10.974
Si 8.242 8.244 10.992
Si 5.511 10.945 11.007
Si 8.232 13.653 11.027
Si 5.49 16.366 11.035
Si 8.216 19.081 11.032
Si 5.476 21.816 11.032
Si 8.198 24.555 11.024
Si 5.459 27.304 11.023
Si 8.181 30.054 11.011
Si 5.444 32.801 10.994
Si 8.165 35.532 10.96
Si 5.436 38.254 10.931
Si 8.168 40.974 10.899
Si 5.43 43.7 10.872
Si 8.159 46.423 10.84
Si 5.436 49.148 10.823
Si 8.175 51.884 10.817
Si 5.449 54.638 10.833
Si 8.2 57.399 10.85
Si 5.484 60.158 10.874
Si 8.234 62.915 10.91
Si 10.974 0.059 10.929
Si 13.703 2.792 10.945
Si 10.968 5.527 10.974
Si 13.698 8.241 11.001
Si 10.963 10.948 11.016
Si 13.689 13.654 11.021
Si 10.948 16.365 11.031
Si 13.671 19.084 11.033
Si 10.932 21.811 11.037
Si 13.663 24.558 11.042
Si 10.916 27.311 11.021
Si 13.642 30.06 10.994
Si 10.902 32.798 10.982
Si 13.633 35.534 10.959
Si 10.895 38.262 10.93
Si 13.631 40.979 10.896
Si 10.901 43.691 10.87
Si 13.641 46.408 10.845
Si 10.9 49.149 10.827
Si 13.643 51.886 10.819
Si 10.923 54.633 10.832
Si 13.675 57.385 10.866
Si 10.958 60.156 10.888
Si 13.701 62.91 10.912
Si 1.391 1.424 12.305
Si 4.131 4.165 12.331
Si 1.401 6.882 12.354
Si 4.136 9.596 12.386
Si 1.394 12.307 12.4
Si 4.12 15.011 12.412
Si 1.376 17.725 12.41
Si 4.106 20.455 12.405
Si 1.364 23.199 12.4
Si 4.09 25.944 12.394
Si 1.353 28.695 12.379
Si 4.082 31.44 12.369
Si 1.335 34.182 12.338
Si 4.069 36.909 12.319
Si 1.332 39.633 12.292
Si 4.067 42.35 12.261
Si 1.342 45.06 12.231
Si 4.076 47.785 12.202
Si 1.345 50.511 12.184
Si 4.084 53.257 12.181
Si 1.354 56.012 12.194
Si 4.103 58.774 12.207
Si 1.379 61.531 12.248
Si 4.12 64.29 12.278
Si 6.858 1.434 12.306
Si 9.593 4.169 12.34
Si 6.868 6.888 12.366
Si 9.593 9.597 12.393
Si 6.86 12.303 12.406
Si 9.584 15.011 12.415
Si 6.848 17.727 12.412
Si 9.57 20.447 12.409
Si 6.833 23.192 12.397
Si 9.552 25.941 12.384
Si 6.815 28.693 12.382
Si 9.542 31.442 12.363
Si 6.807 34.181 12.351
Si 9.534 36.909 12.317
Si 6.802 39.629 12.291
Si 9.538 42.342 12.259
Si 6.802 45.068 12.23
Si 9.535 47.787 12.199
Si 6.81 50.516 12.183
Si 9.55 53.255 12.178
Si 6.826 56.013 12.185
Si 9.571 58.772 12.211
Si 6.848 61.536 12.238
Si 9.593 64.296 12.271
Si 12.328 1.432 12.306
Si 15.062 4.157 12.332
Si 12.325 6.884 12.366
Si 15.063 9.598 12.384
Si 12.323 12.302 12.405
Si 15.048 15.01 12.409
Si 12.308 17.724 12.411
Si 15.032 20.452 12.406
Si 12.294 23.187 12.4
Si 15.027 25.944 12.392
Si 12.281 28.698 12.369
Si 15.007 31.446 12.348
Si 12.266 34.182 12.336
Si 15 36.912 12.314
Si 12.268 39.63 12.287
Si 15.006 42.342 12.257
Si 12.276 45.057 12.227
Si 15.014 47.776 12.203
Si 12.275 50.518 12.182
Si 15.012 53.255 12.181
Si 12.29 56.007 12.197
Si 15.039 58.766 12.227
Si 12.319 61.537 12.249
Si 15.057 64.292 12.278
Si 0.033 2.791 13.688
Si 2.763 0.051 13.654
Si 0.036 8.238 13.748
Si 2.77 5.52 13.721
Si 0.019 13.656 13.785
Si 2.765 10.948 13.777
Si 16.399 19.086 13.776
Si 2.742 16.364 13.787
Si 16.395 24.575 13.757
Si 2.728 21.823 13.763
Si 16.383 30.09 13.716
Si 2.723 27.33 13.75
Si 16.369 35.563 13.691
Si 2.711 32.83 13.712
Si 16.367 41.001 13.656
Si 2.697 38.284 13.675
Si 16.381 46.431 13.59
Si 2.704 43.717 13.63
Si 16.383 51.888 13.534
Si 2.713 49.157 13.559
Si 0.004 57.386 13.566
Si 2.725 54.637 13.535
Si 0.024 62.911 13.619
Si 2.752 60.149 13.58
Si 5.498 2.795 13.689
Si 8.233 0.057 13.645
Si 5.504 8.239 13.761
Si 8.235 5.524 13.734
Si 5.488 13.654 13.792
Si 8.229 10.951 13.786
Si 5.469 19.087 13.776
Si 8.209 16.366 13.792
Si 5.46 24.57 13.752
Si 8.196 21.82 13.763
Si 5.456 30.082 13.742
Si 8.189 27.326 13.74
Si 5.44 35.562 13.704
Si 8.183 32.827 13.724
Si 5.431 41.002 13.649
Si 8.169 38.283 13.681
Si 5.437 46.436 13.595
Si 8.168 43.716 13.612
Si 5.453 51.892 13.543
Si 8.173 49.157 13.562
Si 5.472 57.393 13.545
Si 8.195 54.637 13.535
Si 5.492 62.909 13.613
Si 8.218 60.154 13.574
Si 10.967 2.799 13.689
Si 13.698 0.057 13.651
Si 10.965 8.238 13.761
Si 13.704 5.523 13.722
Si 10.954 13.655 13.792
Si 13.696 10.947 13.777
Si 10.934 19.083 13.784
Si 13.674 16.365 13.789
Si 10.922 24.572 13.744
Si 13.661 21.821 13.77
Si 10.92 30.085 13.725
Si 13.653 27.334 13.731
Si 10.907 35.562 13.7
Si 13.644 32.833 13.704
Si 10.903 40.996 13.652
Si 13.635 38.286 13.677
Si 10.905 46.432 13.575
Si 13.642 43.711 13.618
Si 10.915 51.889 13.546
Si 13.646 49.157 13.548
Si 10.934 57.388 13.556
Si 13.657 54.63 13.545
Si 10.961 62.918 13.612
Si 13.685 60.153 13.587
Si 1.392 4.154 15.076
Si 4.122 1.42 15.035
Si 1.391 9.59 15.149
Si 4.126 6.872 15.12
Si 1.376 15.013 15.175
Si 4.119 12.304 15.177
Si 1.359 20.46 15.136
Si 4.103 17.729 15.158
Si 1.351 25.962 15.114
Si 4.094 23.199 15.119
Si 1.334 31.479 15.078
Si 4.083 28.72 15.108
Si 1.322 36.941 15.057
Si 4.069 34.212 15.079
Si 1.335 42.371 15.02
Si 4.059 39.658 15.036
Si 1.351 47.805 14.942
Si 4.075 45.09 14.992
Si 1.352 53.265 14.879
Si 4.085 50.529 14.909
Si 1.374 58.77 14.915
Si 4.098 56.014 14.883
Si 1.383 64.285 14.993
Si 4.115 61.523 14.944
Si 6.855 4.152 15.082
Si 9.586 1.425 15.03
Si 6.856 9.597 15.16
Si 9.593 6.88 15.13
Si 6.842 15.016 15.18
Si 9.588 12.307 15.18
Si 6.83 20.458 15.137
Si 9.568 17.728 15.169
Si 6.823 25.956 15.103
Si 9.562 23.199 15.112
Si 6.82 31.469 15.102
Si 9.555 28.717 15.088
Si 6.803 36.937 15.068
Si 9.547 34.209 15.087
Si 6.802 42.374 15.005
Si 9.538 39.651 15.045
Si 6.812 47.805 14.95
Si 9.548 45.081 14.964
Si 6.829 53.265 14.891
Si 9.55 50.524 14.916
Si 6.842 58.766 14.9
Si 9.563 56.005 14.898
Si 6.852 64.288 14.977
Si 9.578 61.535 14.934
Si 12.322 4.164 15.077
Si 15.054 1.424 15.035
Si 12.325 9.592 15.155
Si 15.063 6.881 15.118
Si 12.309 15.015 15.179
Si 15.056 12.302 15.168
Si 12.299 20.454 15.147
Si 15.036 17.729 15.163
Si 12.284 25.962 15.089
Si 15.027 23.203 15.122
Si 12.28 31.477 15.075
Si 15.011 28.731 15.079
Si 12.272 36.937 15.066
Si 14.999 34.217 15.068
Si 12.281 42.362 15.007
Si 14.999 39.656 15.046
Si 12.282 47.802 14.922
Si 15.02 45.076 14.972
Si 12.289 53.258 14.901
Si 15.02 50.526 14.9
Si 12.3 58.77 14.91
Si 15.029 56.003 14.898
Si 12.314 64.295 14.986
Si 15.043 61.536 14.953

Results
total energy: -472991.704 eV
total energy less fixed offsets of O -438.35, Si -107.03 eV per atom: 23.696 eV

Forces (eV/angstrom) on atoms 929 to 2207 of the 2364, counted in the order above; the others are left out for length: element, x, y, z
Si -0.008 0.045 0.248
Si 0.193 -0.092 0.494
Si -0.114 0.145 0.272
Si -0.024 -0.08 0.28
Si -0.209 -0.093 0.284
Si -0.052 0.015 0.071
Si 0.061 -0.073 0.322
Si -0.156 -0.111 0.199
Si -0.137 -0.068 -0.005
Si 0.05 -0.116 0.253
Si 0.08 0.163 0.244
Si -0.026 -0.049 0.127
Si 0.074 -0.034 0.051
Si -0.039 0.118 0.262
Si 0.071 0.347 0.2
Si 0.079 0.117 0.231
Si 0.109 -0.033 0.03
Si 0.141 0.05 -0.314
Si 0.111 0.158 -0.019
Si -0.015 -0.092 -0.074
Si 0.315 0.045 0.215
Si 0.153 -0.002 -0.236
Si -0.009 0.082 0.269
Si 0.056 0.073 -0.189
Si -0.011 -0.085 0.448
Si -0.049 0.051 0.091
Si 0.2 0.079 -0.22
Si -0.093 -0.155 0.079
Si 0.21 0.043 0.2
Si 0.057 0.016 0.13
Si -0.004 -0.008 0.252
Si -0.001 -0.007 -0.282
Si 0.09 -0.025 0.091
Si -0.335 0.266 -0.073
Si 0.066 0.035 0.224
Si -0.111 0.022 0.074
Si -0.363 -0.01 -0.347
Si 0.043 -0.174 0.371
Si 0.007 0.012 -0.336
Si -0.146 -0.136 -0.184
Si -0.02 0 -0.062
Si -0.132 0.006 0.206
Si 0.02 0.105 -0.013
Si -0.049 0.009 0.007
Si -0.029 0.035 0.084
Si 0.071 -0.01 -0.1
Si -0.007 0.084 -0.297
Si 0.003 0.017 -0.092
Si -0.021 0.12 0.05
Si 0.068 -0.149 0.174
Si -0.084 0.175 0.395
Si -0.017 0.16 0.249
Si 0.035 -0.049 0.199
Si -0.067 -0.058 -0.265
Si 0.117 0.074 -0.346
Si 0.127 0.175 -0.236
Si -0.073 -0.052 0.367
Si -0.139 0 0.351
Si 0.245 -0.016 0.023
Si -0.253 -0.034 0.365
Si 0.02 -0.024 0.133
Si 0.038 -0.027 -0.133
Si -0.08 0.027 -0.006
Si 0.105 0.051 -0.299
Si -0.051 -0.051 -0.234
Si -0.046 0.032 0.263
Si -0.059 -0.228 0.249
Si -0.021 0.087 0.247
Si 0.255 0.148 -0.293
Si -0.102 -0.044 0.32
Si 0.046 -0.286 -0.154
Si -0.172 0.054 -0.311
Si 0.003 -0.034 0.298
Si 0.036 -0.049 -0.159
Si -0.093 0.174 0.319
Si -0.086 0.068 -0.195
Si -0.068 0.039 -0.254
Si -0.06 -0.089 -0.486
Si -0.004 0.159 0.303
Si 0.05 -0.26 -0.407
Si -0.04 -0.138 0.046
Si 0.091 -0.058 -0.21
Si -0.021 -0.181 -0.237
Si -0.184 0.199 0.404
Si 0.188 -0.011 -0.124
Si 0.06 -0.009 -0.37
Si -0.024 -0.068 -0.561
Si 0.218 0.043 -0.349
Si 0.095 0.032 0.081
Si -0.084 -0.081 -0.443
Si -0.03 0.101 0.025
Si -0.071 -0.158 0.255
Si -0.083 -0.099 -0.158
Si -0.093 0.087 0.311
Si -0.069 0.061 -0.263
Si 0.007 0.012 -0.52
Si 0.106 0.135 -0.112
Si -0.011 -0.064 0.046
Si 0.001 0.078 0.133
Si 0.111 0.044 0.371
Si 0.133 0 -0.018
Si -0.022 -0.052 0.085
Si 0.026 -0.063 0.513
Si 0.002 0.036 0.059
Si -0.034 0.016 0.093
Si -0.182 -0.005 0.059
Si -0.042 0.03 -0.086
Si -0.118 0.068 -0.176
Si -0.045 0.025 -0.017
Si -0.119 -0.05 0.127
Si -0.044 -0.109 -0.152
Si 0.007 -0.053 -0.143
Si -0.073 -0.069 -0.363
Si -0.124 -0.097 0.185
Si -0.199 0.12 -0.479
Si 0.015 0.023 -0.165
Si 0.03 0.09 -0.018
Si 0.024 -0.165 -0.062
Si 0.223 -0.064 -0.247
Si -0.063 -0.241 -0.167
Si -0.041 -0.1 -0.036
Si 0.075 -0.039 -0.153
Si -0.04 0.037 -0.007
Si -0.031 0.103 0.003
Si -0.034 -0.081 -0.059
Si -0.024 0.003 -0.283
Si -0.039 -0.056 -0.182
Si 0.099 0.023 0.182
Si -0.16 -0.169 -0.222
Si -0.028 0.133 -0.173
Si 0.126 -0.143 0.458
Si -0.11 0.094 -0.174
Si -0.072 0 -0.194
Si -0.114 0.078 -0.022
Si 0.1 0.116 0.027
Si 0.097 -0.144 0.386
Si -0.094 0.092 -0.202
Si 0.077 -0.064 0.073
Si -0.037 -0.038 -0.342
Si -0.366 0.098 -0.083
Si 0.005 -0.011 -0.212
Si 0.024 -0.089 -0.283
Si -0.194 0.093 0.079
Si -0.006 0.176 0.102
Si -0.051 -0.066 -0.423
Si 0.182 0.064 -0.045
Si 0.069 0.008 -0.6
Si -0.057 -0.01 0.055
Si -0.13 0.206 -0.414
Si 0.015 -0.013 -0.141
Si -0.18 0.091 -0.323
Si -0.107 -0.096 0.047
Si 0.064 -0.061 -0.081
Si -0.168 -0.01 -0.248
Si -0.034 0.128 -0.375
Si -0.072 -0.033 -0.377
Si -0.148 0.147 -0.127
Si 0.105 0.025 -0.231
Si -0.084 -0.035 -0.258
Si -0.052 -0.109 -0.239
Si -0.111 -0.124 -0.486
Si -0.001 0.183 0.293
Si 0.233 -0.006 -0.465
Si -0.02 0.009 -0.114
Si -0.111 -0.068 -0.207
Si 0.142 -0.228 -0.211
Si 0.053 -0.443 -0.382
Si 0.194 -0.041 0.216
Si -0.005 0.027 -0.319
Si -0.064 -0.083 -0.23
Si -0.012 0.04 -0.447
Si 0.223 -0.092 -0.081
Si 0.11 -0.028 -0.381
Si -0.12 0.056 -0.086
Si 0.052 0.065 0.131
Si 0.079 -0.162 -0.067
Si -0.397 -0.161 -0.283
Si -0.091 -0.09 -0.317
Si 0.241 0.061 -0.168
Si -0.001 -0.031 -0.377
Si 0.094 -0.011 -0.22
Si 0.125 0.043 -0.197
Si 0.014 -0.059 -0.093
Si 0.056 0.298 -0.439
Si 0.16 0.011 -0.235
Si 0.063 -0.183 -0.265
Si -0.027 -0.059 -0.239
Si 0.028 -0.028 -0.207
Si -0.037 -0.103 -0.129
Si 0.06 0.086 -0.502
Si 0.021 -0.047 -0.132
Si -0.033 -0.012 -0.222
Si 0.012 -0.007 -0.161
Si -0.019 -0.056 -0.19
Si -0.074 -0.202 0.308
Si -0.047 -0.163 -0.347
O -0.295 0.244 0.014
O 0.08 0.079 0.575
O -0.092 -0.199 -0.206
O 0.266 -0.273 -0.036
O -0.199 0.298 0.551
O -0.012 -0.304 0.508
O 0.186 -0.208 -0.045
O 0.015 -0.06 -0.114
O 0.052 0.065 0.469
O -0.17 0.165 0.199
O 0.037 -0.259 -0.109
O 0.106 -0.133 0.282
O 0.234 -0.189 -0.326
O -0.102 -0.056 0.037
O 0.177 -0.195 0.189
O 0.116 -0.137 0.473
O -0.095 -0.184 0.199
O 0.005 -0.176 0.692
O -0.23 -0.273 0.428
O -0.309 -0.167 -0.033
O -0.091 0.103 0.009
O 0.04 -0.067 0.142
O -0.253 -0.112 0.108
O -0.217 -0.283 -0.06
O -0.208 -0.179 0.477
O -0.083 0.09 0.079
O 0.056 0.041 0.035
O 0.184 0.317 0
O 0.046 -0.027 -0.093
O 0.111 0.031 0.531
O -0.163 0.294 0.202
O -0.045 0.021 0.33
O 0.091 0.029 0.354
O 0.078 -0.138 0.019
O 0.23 -0.102 0.613
O -0.113 0.252 0.379
O -0.137 -0.052 0.292
O 0.09 0.151 0.176
O -0.219 0.228 -0.004
O -0.01 -0.093 0.035
O 0.063 0.022 0.483
O 0.113 -0.151 -0.102
O 0.09 0.158 0.325
O 0.382 -0.255 0.588
O -0.251 0.172 0.673
O 0.01 -0.164 -0.161
O 0.081 -0.085 -0.22
O 0.097 0.148 0.156
O 0.404 0.411 0.201
O -0.42 0.011 0.202
O 0.143 0.092 0.371
O -0.044 -0.095 -0.084
O 0.062 -0.247 0.358
O 0.092 -0.149 0.596
O 0.112 -0.122 0.14
O 0.193 -0.145 0.062
O -0.346 0.357 0.75
O 0.055 -0.191 0.361
O -0.22 0.001 0.152
O 0.167 0.002 0.272
O -0.014 -0.25 0.199
O -0.147 0.073 0.008
O 0.003 -0.099 0.26
O 0.083 -0.055 0.347
O -0.093 0.127 0.267
O 0.007 -0.074 0.317
O 0.001 0.279 -0.133
O -0.476 0.285 0.596
O 0.435 0.123 0.417
O 0.017 0.28 0.298
O 0.304 -0.079 0.181
O -0.132 0 0.116
O 0.681 -0.133 0.083
O 0.242 -0.183 0.449
O -0.015 0.041 -0.059
O -0.432 0.318 0.212
O -0.058 0.032 0.528
O -0.042 -0.159 -0.151
O 0.12 -0.052 -0.007
O 0.079 -0.334 0.552
O 0.008 -0.112 -0.186
O -0.234 0.223 0.137
O -0.062 -0.073 0.381
O -0.033 -0.218 0.295
O -0.108 -0.255 0.246
O 0.029 0.019 0.062
O -0.22 0.12 0.032
O -0.174 0.313 0.035
O 0.041 0.047 0.406
O 0.164 0.095 0.067
O 0.189 0.028 0.667
O -0.091 0.129 0.019
O -0.218 0.235 0.042
O 0.169 -0.045 0.28
O 0.315 -0.13 0.266
O -0.112 -0.068 0.098
O 0.291 0.154 0.408
O -0.318 -0.382 -0.031
O -0.02 0.13 0.102
O -0.119 0.09 0.515
O -0.153 0.125 0.227
O 0.099 -0.131 -0.088
O 0.005 -0.286 0.281
O -0.094 0.337 0.213
O 0.023 0.024 0.053
O -0.183 0.016 0.075
O 0.105 0.045 0.122
O 0.234 -0.176 0.048
O -0.017 -0.085 0.088
O -0.169 0.284 0.189
O -0.095 -0.143 -0.038
O -0.246 0.061 0.094
O 0.102 0.116 0.285
O -0.305 -0.2 -0.005
O 0.014 -0.329 0.163
O 0 0.016 0.161
O -0.262 0.116 0.396
O -0.175 0.194 0.043
O 0.077 0.046 -0.135
O -0.232 0.131 0.272
O 0.173 -0.066 0.231
O 0.076 0.044 0.087
O 0.188 -0.249 0.3
O 0.231 -0.099 0.042
O -0.044 -0.033 0.334
O -0.182 -0.173 0.276
O 0.26 0.127 0.279
O -0.116 -0.153 0.076
O -0.198 -0.037 0.229
O -0.084 -0.156 0.114
O 0.211 -0.12 0.042
O -0.256 0.017 0.282
O -0.175 -0.035 0.519
O 0.025 0.407 0.219
O 0.123 -0.207 0.366
O -0.071 -0.352 0.338
O -0.136 0.154 0.153
O -0.134 0.041 0.181
O -0.034 0.123 0.333
O -0.108 -0.219 0.113
O -0.2 0.267 0.125
O -0.151 -0.178 0.219
O 0.127 0.113 0.129
O -0.278 -0.186 -0.206
O 0.13 -0.115 -0.221
O 0.226 -0.11 -0.395
O -0.201 -0.155 -0.405
O 0.009 0.42 -0.544
O -0.055 -0.083 0.079
O 0.163 0.506 -0.414
O 0.089 0.147 -0.019
O 0.199 0.157 -0.262
O 0.06 0.234 -0.044
O -0.205 0.027 -0.186
O 0.002 -0.033 -0.694
O -0.002 -0.07 0.015
O 0.099 -0.31 -0.403
O 0.096 -0.204 -0.264
O 0.098 0.161 -0.015
O -0.189 0.378 0.201
O 0.108 0.156 -0.267
O 0.053 0.275 -0.608
O -0.038 -0.069 -0.032
O -0.04 -0.148 -0.213
O -0.038 0.026 -0.444
O -0.208 0.148 -0.44
O 0.106 0.085 -0.095
O 0.221 0.08 -0.325
O 0.093 -0.04 -0.067
O -0.188 0.191 -0.252
O -0.371 0.015 -0.243
O 0.199 -0.031 0.103
O -0.007 -0.06 -0.057
O 0.208 -0.369 -0.338
O -0.057 0.114 0.02
O -0.037 0.062 -0.208
O 0.049 0.108 -0.133
O -0.201 -0.124 -0.13
O 0.193 0.036 0.011
O -0.142 -0.475 -0.577
O -0.057 0.078 -0.092
O -0.174 -0.135 -0.222
O -0.272 -0.025 -0.201
O -0.059 0.026 -0.039
O -0.04 -0.218 -0.178
O -0.068 -0.18 -0.43
O -0.072 -0.059 -0.12
O -0.04 -0.194 -0.061
O -0.152 0.008 -0.423
O -0.31 0.212 -0.019
O 0.245 0.046 -0.301
O 0.053 -0.248 -0.132
O 0.329 -0.057 -0.056
O 0.077 -0.272 0.037
O 0.359 -0.226 -0.36
O 0.172 -0.339 -0.301
O -0.121 -0.109 -0.089
O 0.043 0.11 -0.418
O 0.058 0.172 -0.322
O 0.126 -0.083 -0.25
O 0.095 0.158 -0.188
O -0.071 0.014 0.005
O -0.067 0.088 0.077
O -0.017 0.295 0.063
O 0.096 0.153 -0.287
O -0.265 0.033 -0.014
O 0.346 -0.153 0.075
O 0.075 -0.125 -0.018
O 0.075 -0.453 -0.374
O 0.077 -0.247 -0.368
O 0.3 -0.197 0.061
O -0.05 -0.255 0.034
O -0.2 0.064 -0.308
O -0.002 0.226 -0.243
O 0.276 0.124 -0.307
O -0.163 0.26 -0.371
O 0.01 -0.008 0.051
O -0.277 0.004 -0.157
O 0.228 0.163 -0.105
O -0.074 0.038 -0.506
O 0.091 -0.009 0.063
O -0.008 -0.154 -0.039
O 0.157 0.091 -0.62
O -0.201 -0.202 -0.022
O -0.031 0.348 -0.278
O 0.05 0.151 -0.183
O 0.078 -0.083 -0.102
O -0.011 0.205 -0.08
O 0.091 0.032 -0.159
O -0.206 -0.183 0.06
O 0.045 -0.005 -0.014
O 0.2 0.069 -0.277
O -0.07 -0.124 -0.354
O -0.131 0.121 -0.388
O -0.172 -0.006 -0.284
O 0.256 0.073 -0.355
O 0.09 0.176 -0.171
O -0.108 -0.197 -0.05
O 0.087 -0.115 0.155
O 0.108 -0.033 -0.045
O -0.3 -0.011 -0.344
O -0.206 0.136 -0.335
O 0.006 0.26 -0.193
O 0.001 0.026 -0.206
O 0.228 0.202 -0.257
O -0.051 -0.229 -0.281
O 0.118 -0.373 -0.472
O -0.157 -0.068 0.048
O 0.291 0.118 -0.409
O -0.111 0.576 -0.283
O 0.116 -0.187 -0.477
O 0.162 0.012 -0.219
O 0.018 0.177 -0.083
O 0.055 0.116 -0.228
O -0.167 0.205 -0.364
O -0.046 -0.199 -0.145
O -0.177 -0.129 -0.354
O 0.083 0.178 -0.038
O 0.288 -0.278 -0.265
O 0.263 -0.063 -0.213
O 0.047 -0.312 -0.563
O 0.172 -0.023 -0.371
O 0.1 -0.188 0.281
O -0.132 0.306 -0.507
O 0.143 0.182 -0.141
O -0.084 0.084 -0.3
O -0.026 0.202 -0.076
O 0.175 -0.02 -0.558
O -0.041 -0.213 -0.145
O -0.27 0.222 -0.433
O -0.002 0.167 -0.359
O -0.161 0.021 -0.226
O 0.317 -0.296 -0.58
O -0.131 0.104 -0.012
O 0.166 -0.223 0.018
O -0.385 -0.237 -0.355
O 0.049 -0.172 -0.484
O -0.214 0.012 -0.289
O -0.055 0.097 -0.167
O -0.04 0.126 -0.225
O 0.204 -0.286 -0.151
O -0.094 -0.263 -0.528
O 0.051 0.061 -0.062
O -0.13 -0.096 -0.335
O -0.019 -0.095 0.045
O -0.037 0.342 -0.096
O 0.008 0.03 -0.1
O -0.229 0.327 -0.151
O 0.075 0.133 -0.144
O 0.011 0.121 -0.139
O -0.133 0.108 -0.25
O -0.018 0.286 -0.111
O -0.176 0.105 -0.064
O -0.138 0.154 -0.149
O 0.085 -0.016 0.004
O -0.082 0.103 -0.351
O -0.408 0.048 -0.275
O 0.131 -0.177 -0.035
O 0.177 -0.335 -0.127
O 0.102 -0.002 -0.295
O -0.069 0.16 -0.146
O -0.177 0.325 0.244
O -0.157 0.184 -0.094
O 0.109 0.039 -0.181
O -0.012 -0.085 0.077
O 0.369 -0.444 -0.201
O 0.033 -0.076 -0.245
O -0.091 -0.024 0.209
O -0.065 -0.154 -0.039
O 0.008 0.096 -0.197
O -0.086 0.087 -0.419
O 0.049 0.214 -0.053
O -0.123 -0.331 0.185
O 0.178 0.005 -0.211
O -0.041 0.097 0.03
O 0.007 -0.22 -0.179
O -0.015 0.1 0.151
O -0.263 -0.03 -0.048
O -0.125 0.173 0.135
O 0.138 0.053 0.117
O -0.171 -0.104 -0.071
O 0.07 -0.122 0.074
O -0.096 0.17 0.089
O -0.043 -0.268 -0.21
O -0.129 -0.156 -0.398
O 0.1 -0.137 -0.245
O 0.215 -0.109 0.201
O 0.08 0.142 -0.135
O 0.103 -0.097 -0.172
O -0.102 0.287 -0.172
O -0.012 0.236 -0.02
O -0.018 0.382 -0.267
O 0.206 -0.194 -0.169
O 0.171 -0.129 0.069
O -0.122 0.076 -0.032
O -0.23 -0.279 -0.018
O -0.176 0.027 -0.076
O 0.161 -0.159 -0.238
O 0.034 -0.089 -0.388
O -0.023 -0.02 0.049
O -0.077 -0.02 0.095
O -0.177 0.261 -0.197
O -0.075 0.254 -0.354
O -0.227 0.32 0.095
O -0.066 -0.05 -0.032
O 0.06 -0.17 -0.207
O -0.201 -0.018 -0.287
O 0.126 -0.165 0.048
O 0.137 0.095 0.101
O 0.077 -0.105 -0.227
O 0.336 -0.346 -0.061
O -0.252 0.047 0.049
O 0.257 0.363 -0.228
O -0.132 0.127 -0.262
O -0.113 -0.087 -0.254
O 0.018 0.097 0.009
O 0.051 0.069 -0.217
O 0.153 -0.017 -0.337
O 0.118 -0.064 0.076
O -0.169 0.259 0.115
O 0.282 0.167 0.073
O -0.27 0.03 -0.27
O 0.072 0.165 0.25
O 0.181 -0.306 0.005
O -0.173 0.052 0.055
O 0.305 0.025 -0.274
O -0.093 0.276 0.044
O -0.104 -0.157 -0.318
O -0.284 0.182 -0.341
O -0.008 -0.028 -0.021
O -0.065 -0.25 -0.015
O -0.042 0.159 0.169
O 0.031 -0.076 0.109
O -0.104 0.105 -0.284
O -0.056 -0.053 -0.121
O -0.078 0.185 0.06
O 0.025 -0.011 -0.327
O 0.205 -0.155 0.172
O -0.06 0.126 -0.118
O -0.052 -0.246 -0.198
O -0.019 0.104 -0.182
O -0.12 -0.118 -0.189
O -0.183 0.025 -0.22
O 0.182 0.087 -0.42
O 0.169 -0.285 -0.184
O 0.217 -0.179 -0.116
O -0.111 -0.222 -0.176
O 0.098 0.138 0.052
O -0.001 -0.14 0.096
O 0.125 -0.125 0.001
O -0.143 -0.097 0.466
O -0.083 0.219 -0.025
O 0.193 0.205 -0.053
O -0.107 -0.027 -0.055
O 0.147 0.332 -0.329
O 0.188 -0.013 -0.329
O -0.124 -0.156 -0.099
O -0.063 -0.045 0.007
O 0.14 -0.075 -0.168
O 0.003 0.086 -0.004
O -0.006 -0.091 -0.039
O 0.115 0.046 -0.119
O 0.123 0.005 -0.048
O 0.144 0.201 -0.125
O -0.092 -0.066 -0.278
O 0.16 0.116 -0.005
O -0.014 -0.063 -0.443
O -0.043 -0.066 -0.209
O 0.109 -0.08 0.173
O -0.027 -0.2 0.206
O -0.049 0.014 -0.051
O 0.136 0.087 0.186
O 0.035 0.119 0.079
O 0.072 -0.001 0.034
O -0.136 0.081 0.27
O -0.096 -0.09 0.158
O 0.062 0.404 0.2
O -0.021 -0.046 -0.03
O 0.064 0.123 -0.237
O 0.106 0.01 -0.075
O -0.189 -0.162 -0.329
O 0.154 0.141 -0.164
O 0.186 0.137 0.022
O 0.16 -0.007 0.002
O 0.192 0.306 0.125
O 0.102 -0.06 0.024
O -0.151 -0.128 -0.007
O 0.292 0.19 -0.223
O 0.028 0.172 0.115
O 0.088 0.042 -0.126
O -0.065 -0.009 0.52
O 0.272 0.042 -0.201
O -0.11 -0.038 -0.097
O 0.097 0.13 0.306
O -0.167 0.193 0.405
O -0.072 -0.052 -0.203
O 0.236 0.055 0.321
O -0.219 0.092 -0.02
O -0.275 -0.039 -0.206
O 0.149 -0.011 -0.469
O -0.144 0.098 -0.153
O 0.194 -0.013 -0.386
O -0.119 -0.166 -0.041
O -0.017 0.241 0.026
O 0.301 -0.144 -0.087
O -0.065 0.242 0.069
O -0.108 0.196 -0.162
O 0.173 -0.036 0.082
O -0.213 0.219 -0.064
O 0.06 -0.068 0.033
O -0.046 0.042 0.429
O 0.125 0.131 0.191
O -0.063 0.086 -0.157
O -0.412 -0.072 -0.354
O -0.104 -0.361 0.017
O -0.125 -0.095 -0.118
O -0.077 0.02 -0.105
O -0.093 -0.041 -0.093
O -0.022 -0.101 0.249
O -0.24 -0.203 -0.109
O 0.109 0.027 -0.113
O -0.217 0.115 -0.079
O 0.143 0.183 -0.182
O -0.116 -0.004 0.161
O -0.25 -0.263 0.249
O -0.1 -0.244 -0.1
O -0.133 -0.062 -0.064
O 0.061 0.264 -0.035
O 0.204 -0.171 -0.03
O 0.229 -0.292 0.154
O 0.288 -0.099 0.348
O -0.114 -0.126 -0.136
O 0.19 -0.242 -0.412
O 0.099 -0.064 0.086
O -0.015 0.041 0.083
O 0.148 -0.053 -0.144
O -0.08 0.021 -0.001
O -0.123 0.018 0.127
O -0.096 -0.167 0.016
O 0.316 -0.296 -0.277
O -0.174 0.197 -0.017
O -0.188 -0.126 0.251
O -0.181 -0.232 -0.105
O -0.009 0.185 -0.387
O 0.04 0.059 -0.341
O 0.083 -0.023 -0.197
O -0.023 -0.142 0.22
O -0.031 -0.292 -0.397
O 0.274 0.099 0.149
O 0.089 -0.205 -0.204
O 0.16 -0.011 -0.045
O 0.131 -0.173 0.172
O 0.023 -0.185 0.009
O -0.103 -0.062 0.06
O 0.03 -0.05 -0.362
O 0.019 -0.127 -0.096
O 0.167 0.238 -0.103
O 0.163 -0.311 0.109
O -0.018 0.004 -0.188
O 0.131 0.17 0.039
O -0.13 -0.117 0.326
O 0.035 0.118 0.158
O -0.119 -0.316 0.014
O -0.19 0.023 -0.069
O -0.046 0.106 0.246
O 0.133 0.234 -0.112
O -0.023 0.217 -0.1
O 0.056 0.094 0.149
O 0.009 0.179 0.407
O 0.117 -0.237 -0.149
O 0.017 0.191 0.036
O 0.1 -0.289 0.089
O 0.084 -0.002 -0.1
O 0.038 -0.05 0.102
O 0.069 0.306 0.131
O -0.089 -0.106 -0.174
O -0.158 0.158 -0.113
O 0.039 0.065 0.229
O 0.079 -0.029 0.058
O 0.008 0.135 0.263
O 0.155 -0.253 0.108
O -0.069 -0.303 0.157
O -0.054 -0.146 -0.242
O -0.073 0.122 0.006
O 0.269 -0.121 -0.27
O -0.083 -0.1 0.188
O 0.12 -0.183 -0.361
O 0.22 0.036 0.029
O -0.137 0.113 0.338
O -0.064 0.292 0.329
O -0.046 -0.024 -0.09
O 0.158 -0.112 -0.241
O -0.031 0.238 0.11
O -0.142 0.173 0.001
O 0.068 -0.073 0.201
O -0.148 -0.114 -0.118
O -0.155 0.027 -0.094
O 0.194 -0.056 -0.365
O 0.053 0.07 0.121
O -0.157 -0.024 0.155
O 0.044 0.236 0.021
O 0.085 0.089 0.147
O -0.047 -0.222 0.006
O 0.114 0.21 -0.335
O -0.033 -0.245 -0.311
O 0.009 0.05 -0.092
O 0.034 0.242 0.361
O -0.065 0.221 0.4
O 0.02 0.061 -0.096
O -0.142 -0.217 -0.123
O -0.189 0.252 0.154
O 0.14 0.373 0.194
O -0.005 -0.101 0.089
O 0.103 0.194 0.246
O -0.323 -0.465 -0.252
O -0.015 -0.011 0.317
O 0.024 -0.001 0.24
O -0.308 0.2 -0.136
O 0.089 -0.113 -0.154
O 0.044 -0.025 -0.069
O 0.033 -0.038 -0.086
O -0.093 0.149 -0.246
O -0.289 0.051 -0.049
O 0.002 -0.053 0.058
O -0.043 0.227 0.198
O -0.176 -0.158 0.084
O -0.062 0.243 0.097
O 0.104 0.285 0.228
O -0.014 -0.155 -0.001
O -0.033 -0.105 -0.114
O -0.118 -0.207 -0.072
O 0.193 0.186 0.327
O -0.066 0.058 0.038
O 0.005 0.058 0.321
O -0.057 -0.187 -0.486
O 0.101 -0.083 0.089
O 0.122 -0.09 -0.137
O 0.232 -0.21 0.156
O 0.166 -0.049 -0.082
O 0.086 0.057 -0.05
O 0.07 0.026 0.129
O -0.185 -0.046 0.294
O -0.011 0.243 -0.036
O 0.047 -0.047 0.065
O -0.153 0.093 -0.483
O 0.015 -0.087 0.144
O 0.104 -0.082 -0.116
O -0.144 0.002 0.291
O -0.062 -0.08 0.024
O 0.104 -0.209 -0.194
O 0.05 -0.095 -0.164
O 0.023 0.391 -0.06
O -0.206 -0.238 0.75
O 0.29 -0.005 0.296
O 0.121 0.201 0.047
O -0.106 0.004 0.021
O 0.201 0.225 0.005
O -0.119 0.024 -0.015
O 0.279 -0.107 0.035
O 0.044 0.065 0.113
O -0.114 -0.245 0.183
O 0.013 0.105 -0.082
O 0.126 0.033 0.105
O -0.094 0.058 0.283
O 0.156 -0.143 0.177
O -0.062 0.075 0.248
O 0.145 -0.028 0.5
O 0.143 0.128 0.343
O -0.298 -0.146 0.039
O 0.127 -0.232 0.147
O -0.184 0.081 0.099
O -0.05 0.008 -0.044
O 0.045 -0.168 0.197
O 0.109 0.044 -0.147
O -0.009 0.089 -0.028
O 0.012 -0.065 0.123
O -0.349 -0.001 0.17
O -0.136 -0.054 -0.202
O 0.263 0.105 0.283
O 0.2 -0.054 0.374
O 0.074 0.176 0.205
O 0.136 -0.124 0.093
O -0.234 0.04 0.03
O 0.122 -0.164 0.034
O -0.074 -0.142 0.043
O -0.047 -0.066 -0.003
O 0.107 0.012 -0.264
O -0.316 0.076 0.079
O 0.119 -0.227 0.29
O -0.167 -0.015 0.221
O 0.201 -0.173 0.072
O -0.15 -0.127 -0.018
O -0.127 0.209 0.074
O -0.092 -0.146 0.119
O -0.08 -0.058 0.066
O 0.127 -0.078 0.181
O 0.056 -0.238 0.343
O 0.144 0.361 0.299
O 0.127 -0.078 0.216
O 0.098 -0.15 0.287
O -0.151 0.104 0.145
O 0.066 0.231 0.045
O 0.064 -0.066 0.181
O -0.24 -0.083 0.312
O -0.075 -0.066 -0.182
O 0.09 -0.071 -0.232
O -0.092 0.33 0.363
O -0.078 -0.126 0.122
O 0.005 -0.247 0.421
O 0.046 0.143 0.226
O -0.119 0.155 0.472
O 0.058 -0.166 0.012
O -0.098 -0.092 0.617
O -0.115 0.219 0.427
O 0.016 0.246 -0.03
O 0.297 -0.139 0.195
O 0.066 -0.162 0.358
O -0.135 0.068 0.277
O -0.195 0.178 0.05
O 0.006 -0.062 0.029
O 0.138 0.077 0.166
O -0.117 -0.157 0.231
O 0.141 0.06 0.108
O -0.05 0.054 0.115
Si -0.047 0.022 -0.006
Si -0.047 -0.042 -0.02
Si 0.029 0.03 0.009
Si 0.018 -0.043 0.021
Si 0.017 -0.038 -0.009
Si 0.065 0.135 0.003
Si -0.044 -0.096 0.062
Si 0.027 0.044 -0.034
Si 0.03 0.013 -0.044
Si -0.043 0.032 0.017
Si -0.022 -0.014 0.041
Si -0.049 -0.068 0.001
Si 0.07 0.052 -0.021
Si -0.008 0.007 -0.014
Si -0.001 -0.015 -0.04
Si 0.021 -0.013 -0.049
Si -0.075 0.01 -0.003
Si -0.036 -0.017 -0.01
Si -0.017 -0.046 -0.036
Si -0.005 -0.03 -0.04
Si -0.091 -0.065 -0.029
Si 0.024 -0.027 0
Si -0.055 -0.018 -0.027
Si 0.108 0.011 0
Si 0.036 0.028 -0.017
Si -0.002 -0.09 -0.001
Si -0.004 0.026 0.003
Si -0.056 0.019 -0.035
Si 0.005 0.011 -0.019
Si 0.012 -0.022 -0.095
Si -0.006 0.051 -0.061
Si 0.026 0.033 -0.038
Si -0.047 -0.065 -0.011
Si -0.023 -0.03 -0.011
Si 0.124 0.072 0.006
Si -0.008 0.05 -0.031
Si -0.069 -0.016 -0.06
Si -0.018 0.027 -0.023
Si 0.033 -0.025 -0.016
Si 0.004 0.002 -0.021
Si 0.003 0.029 -0.036
Si -0.054 0.052 -0.027
Si 0.045 0.044 -0.04
Si 0.007 -0.024 -0.007
Si -0.022 0.017 -0.047
Si -0.005 0.022 0.002
Si -0.025 0.022 0.03
Si 0.015 0.067 0.025
Si -0.05 -0.011 -0.064
Si -0.027 -0.009 0.012
Si 0.054 -0.06 -0.004
Si 0.016 0.015 -0.082
Si 0.005 0.012 -0.078
Si -0.053 -0.024 0.006
Si -0.081 -0.059 -0.015
Si 0.013 0.002 -0.025
Si 0.02 0.051 0
Si -0.062 0.013 -0.044
Si 0.013 -0.038 -0.039
Si 0.038 -0.006 0.015
Si 0.005 -0.066 0.005
Si -0.058 -0.115 -0.006
Si 0.028 0.083 -0.037
Si -0.017 0.044 -0.045
Si 0.056 -0.001 -0.016
Si 0.001 -0.061 -0.036
Si 0.015 0.021 -0.034
Si 0.017 0.072 0.004
Si -0.039 -0.048 0.007
Si 0.054 -0.044 -0.04
Si 0.001 0.012 -0.022
Si -0.001 0.031 -0.052
Si 0.069 -0.024 -0.025
Si -0.014 0.014 -0.026
Si -0.031 0.005 0.006
Si 0.018 -0.046 -0.008
Si -0.063 0.03 -0.026
Si 0.037 -0.096 0.015
Si 0.004 -0.031 -0.022
Si 0.004 0.032 0.006
Si 0.031 -0.033 0.039
Si -0.042 -0.029 -0.049
Si 0.018 0.015 -0.029
Si 0.014 0.01 0.002
Si -0.036 -0.007 0.005
Si -0.014 0 -0.011
Si 0.007 -0.006 0.023
Si -0.015 0.013 0.018
Si 0.029 0 -0.003
Si 0.013 0.005 -0.02
Si 0.018 0.024 0.011
Si -0.014 0.048 -0.006
Si 0.058 0.002 -0.008
Si 0.025 -0.012 0
Si -0.018 0.013 -0.027
Si -0.023 0.008 -0.016
Si 0.036 -0.027 0.005
Si -0.047 0.05 -0.023
Si 0.056 -0.073 -0.024
Si -0.016 -0.026 0.005
Si -0.048 -0.022 0.017
Si 0.01 0.05 0.025
Si -0.009 -0.034 0.01
Si -0.009 0.015 -0.013
Si 0.005 0.047 -0.02
Si 0.029 -0.009 0.003
Si -0.056 -0.022 -0.022
Si 0.011 0.001 -0.039
Si 0.025 -0.015 0.01
Si 0 -0.04 0.006
Si -0.031 0.036 -0.009
Si 0.006 -0.006 0.001
Si 0.015 -0.001 0.017
Si 0.049 -0.053 -0.003
Si -0.019 0.041 0.005
Si 0.028 -0.005 -0.012
Si 0.013 -0.014 -0.003
Si 0.006 -0.036 -0.012
Si -0.002 -0.025 -0.023
Si -0.033 0.011 0.006
Si 0.008 0.049 0.001
Si 0.012 -0.008 0.005
Si 0.007 -0.031 0.005
Si 0.048 -0.02 0.021
Si 0.02 0.03 0.022
Si 0.022 0.054 -0.015
Si 0.038 -0.003 -0.013
Si 0 0.014 0.005
Si 0.008 -0.026 -0.021
Si 0.017 0.029 -0.029
Si 0.012 0.005 -0.002
Si -0.011 -0.045 -0.015
Si -0.028 0.105 -0.018
Si 0.017 0.014 -0.011
Si 0.038 -0.078 0.003
Si -0.003 0.02 -0.007
Si -0.054 0.055 -0.01
Si 0.008 0.029 0.013
Si -0.027 0.02 -0.022
Si 0.041 -0.016 0.016
Si -0.098 0.084 -0.019
Si 0.061 -0.046 0.019
Si 0.005 -0.02 0.004
Si 0.056 -0.053 -0.011
Si -0.001 0.023 -0.003
Si -0.034 -0.005 0.011
Si -0.031 -0.038 0.015
Si 0.012 0.009 0.008
Si 0.037 0.03 0.009
Si 0.007 0.007 -0.005
Si -0.002 0.013 -0.002
Si -0.007 0.015 -0.005
Si 0.019 0.011 0.017
Si -0.014 0.009 0.009
Si 0.003 0.009 0.013
Si -0.022 0.012 0.01
Si 0.012 -0.011 0.006
Si 0.02 0.002 0
Si 0.019 0.01 0.005
Si -0.037 -0.022 0.005
Si -0.045 -0.029 -0.002
Si 0.044 0.041 0.007
Si 0.002 0.044 0.001
Si -0.032 -0.012 -0.004
Si -0.066 -0.009 -0.016
Si 0.008 -0.01 -0.015
Si -0.023 0.025 0.001
Si 0.01 -0.024 -0.014
Si -0.019 -0.015 0.012
Si 0.013 0.03 0.001
Si -0.046 0.003 -0.002
Si 0.001 0.01 0.019
Si 0.008 0.067 0.019
Si -0.013 -0.01 -0.007
Si -0.022 0.007 0.001
Si 0.004 0.016 0.007
Si 0.014 0.01 -0.004
Si -0.028 -0.018 -0.002
Si -0.019 -0.016 0.006
Si 0.027 0.019 0.001
Si 0.014 0.005 -0.003
Si -0.035 -0.025 0.01
Si -0.022 -0.034 0.002
Si 0.019 0.011 -0.005
Si 0.025 0.008 -0.007
Si -0.015 -0.014 0.004
Si 0.006 -0.037 -0.009
Si 0.008 0.037 -0.014
Si -0.016 -0.013 -0.008
Si -0.006 0.008 0.008
Si 0.021 0.026 -0.015
Si 0 0.015 -0.008
Si -0.001 -0.046 -0.014
Si -0.016 -0.005 -0.019
Si 0.008 0.003 0.002
Si 0 -0.01 -0.003
Si -0.027 -0.038 0.003
Si 0.018 0.02 0
Si 0.002 0.017 -0.001
Si -0.033 -0.04 0.012
Si -0.013 0.025 0.006
Si 0.016 0.02 0.014
Si 0.018 0.001 0.006
Si -0.024 -0.024 0.004
Si 0.011 -0.029 0.02
Si 0.009 -0.018 0.006
Si 0.018 0.037 -0.003
Si -0.009 0.008 0.007
Si 0.004 0.01 0.015
Si -0.01 -0.025 -0.003
Si -0.032 -0.001 0.009
Si 0.003 -0.002 0.006
Si 0 -0.014 0.004
Si -0.007 -0.039 -0.023
Si -0.028 -0.017 -0.014
Si -0.02 0.026 -0.024
Si 0.013 -0.025 -0.002
Si 0.002 0.002 0.003
Si 0.003 -0.013 0.008
Si 0.006 -0.026 0.004
Si -0.012 -0.01 0.001
Si -0.01 -0.008 0.004
Si 0.014 -0.003 0.01
Si 0.005 -0.009 -0.01
Si -0.003 0 -0.003
Si -0.031 0.011 -0.007
Si -0.005 -0.012 0.01
Si 0.013 0.002 -0.008
Si 0.006 0.011 0.006
Si -0.02 -0.009 0.001
Si -0.025 0.002 0.004
Si 0.012 0.016 0.002
Si 0.017 0.021 -0.007
Si -0.02 -0.007 0.004
Si 0.006 -0.008 0.013
Si 0.014 0.026 0.009
Si 0.029 0.006 -0.004
Si 0.019 0.005 0.012
Si 0.037 -0.023 0.007
Si 0.009 -0.009 0.009
Si -0.006 0.001 -0.006
Si -0.02 -0.002 0.013
Si 0.014 -0.017 -0.007
Si 0.002 -0.024 0.003
Si -0.017 -0.011 0.009
Si 0.015 0.012 -0.006
Si 0.009 0.011 -0.004
Si -0.006 -0.01 -0.011
Si -0.018 -0.001 -0.007
Si 0.023 0.007 -0.015
Si 0.003 0.008 0.002
Si -0.003 -0.01 -0.01
Si -0.012 -0.01 0.001
Si 0.018 0.009 -0.004
Si 0.014 0.01 0.01
Si -0.009 -0.017 -0.007
Si -0.004 -0.004 -0.001
Si 0.01 0.003 0.009
Si 0.012 0.016 0.008
Si 0.024 0.004 0.007
Si 0.01 -0.012 0.002
Si 0.001 0.011 0.017
Si 0.003 -0.011 0.004
Si -0.002 0.001 0.009
Si 0.017 0.005 0.009
Si 0.018 -0.007 0.007
Si 0.014 -0.012 -0.005
Si 0.023 0.002 0.014
Si 0.013 0.033 0.004
Si 0 -0.008 -0.006
Si 0.011 0.005 -0.009
Si 0.024 -0.003 -0.008
Si 0.015 0.002 0.005
Si 0.002 -0.006 -0.018
Si 0.004 -0.007 -0.003
Si 0.014 0.005 -0.006
Si 0 -0.01 0.006
Si -0.002 0.013 -0.008
Si -0.01 0.005 -0.002
Si 0 -0.015 0.006
Si -0.014 0.009 0.01
Si 0.011 0.023 -0.003
Si -0.015 0.032 -0.003
Si -0.01 0.014 0.005
Si -0.003 -0.005 0.001
Si 0.038 0.007 0.005
Si 0.018 -0.014 -0.005
Si 0.027 -0.024 0.01
Si -0.023 -0.01 -0.007
Si -0.009 -0.004 0.01
Si -0.027 -0.005 0.008
Si -0.012 0.006 0.005
Si 0.001 0.009 0.002
Si 0.01 0.012 0.005
Si 0.004 0.013 0.007
Si -0.012 0.014 0.006
Si 0.006 0.012 0.011
Si -0.005 0.001 0.008
Si 0.013 0.006 0.003
Si 0.003 -0.001 0.006
Si -0.008 -0.025 0.003
Si -0.008 -0.013 0.001
Si 0.008 0.01 0.007
Si -0.005 -0.002 0
Si 0.004 -0.009 0.007
Si 0.012 -0.007 0.004
Si -0.006 0 -0.003
Si -0.005 0.005 -0.007
Si -0.025 -0.005 -0.007
Si -0.008 0 -0.012
Si -0.025 0.001 -0.005
Si -0.017 0.015 -0.004
Si -0.006 0 0.001
Si 0.002 -0.009 0.002
Si -0.012 -0.007 0.007
Si -0.005 0.002 -0.001
Si -0.027 -0.006 -0.002
Si -0.005 0.014 0.006
Si -0.001 0.004 0.009
Si -0.007 0.011 -0.002
Si 0.006 0.014 -0.005
Si 0.001 0.021 -0.006
Si -0.018 -0.009 0.005
Si -0.011 -0.005 0.002
Si 0.009 -0.008 0.005
Si -0.007 -0.021 0.005
Si -0.008 -0.001 -0.001
Si -0.001 0.009 0.001
Si 0.006 0.006 0
Si 0.003 0 -0.002
Si 0.01 0.012 -0.001
Si -0.011 -0.003 0.001
Si -0.008 -0.005 -0.007
Si -0.012 -0.003 -0.006
Si -0.01 0.005 -0.011
Si -0.012 -0.003 -0.002
Si 0.002 0.015 -0.004
Si -0.015 -0.007 -0.005
Si -0.004 -0.001 -0.005
Si -0.009 -0.011 0.006
Si -0.006 0 0.006
Si 0.001 0.003 0.001
Si 0.002 0.004 0.004
Si -0.005 0.016 0.001
Si -0.016 -0.007 0.002
Si 0 0.013 0.005
Si 0.008 0.006 0.003
Si -0.009 -0.012 0.003
Si -0.001 -0.001 0.002
Si -0.001 0.004 0.008
Si 0.014 -0.007 0.006
Si 0.01 0 0.003
Si -0.002 -0.002 0.003
Si -0.003 0.003 -0.003
Si -0.004 0.001 0.007
Si 0.007 0.007 -0.002
Si -0.013 -0.007 0.004
Si -0.017 0.002 -0.005
Si -0.006 0.001 -0.003
Si -0.02 -0.006 -0.003
Si 0.016 0.003 -0.001
Si 0.01 -0.007 -0.001
Si 0.017 -0.018 -0.002
Si 0.007 -0.009 0.003
Si -0.004 -0.004 0.001
Si -0.01 0.004 -0.001
Si 0 -0.001 0.001
Si -0.018 -0.001 -0.006
Si 0.005 0.007 -0.006
Si -0.003 0.007 -0.007
Si -0.008 0.005 -0.004
Si -0.002 -0.004 -0.004
Si 0.016 0.004 -0.001
Si 0.006 0 -0.001
Si -0.001 -0.001 0.007
Si 0.004 0.005 0
Si -0.009 0.018 0.001
Si -0.01 0.011 -0.002
Si -0.003 0.015 0.006
Si 0.018 0.002 0.009
Si 0.011 0.011 -0.001
Si 0.017 -0.004 0.007
Si 0.032 -0.023 0.004
Si 0.011 -0.019 0.006
Si 0 -0.005 0.007
Si 0 -0.009 0.004
Si 0.003 -0.009 -0.002
Si 0.011 -0.008 -0.001
Si 0.011 0.005 -0.006
Si -0.004 -0.004 -0.003
Si -0.007 0.003 -0.006
Si 0.004 0.009 -0.004
Si -0.008 0.001 -0.005
Si -0.001 -0.005 -0.009
Si 0.004 -0.004 -0.01
Si 0.005 -0.015 -0.007
Si -0.012 0.001 0
Si -0.003 -0.001 -0.001
Si 0.009 -0.007 0
Si 0 -0.001 0.004
Si -0.001 0 0.003
Si 0 0.006 0.003
Si 0.006 0.012 0.002
Si 0.01 0.02 0.002
Si 0.005 0.014 0.009
Si 0.006 -0.004 0.003
Si 0.015 -0.003 0.005
Si 0.003 -0.008 -0.002
Si 0.024 -0.022 0.003
Si 0.027 -0.008 0.004
Si 0.02 -0.004 0.003
Si 0.011 -0.009 -0.002
Si 0.008 -0.004 -0.005
Si 0.004 -0.003 -0.002
Si 0.005 -0.006 -0.004
Si 0.004 0.007 -0.007
Si 0.013 0.01 -0.006
Si 0.008 -0.006 -0.004
Si 0.002 -0.005 -0.002
